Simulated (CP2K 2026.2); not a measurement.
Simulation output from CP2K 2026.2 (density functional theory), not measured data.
Periodic cell of 1896 atoms, Si1352O544, from a study of silicon, its oxide and their interface. The atomic structure is a simulated model.
Doubt: the forces sum to 2.09 eV/angstrom along one axis rather than to zero, so they err by at least 0.0011 eV/angstrom per atom on average; the grid cutoff is modest.

Settings: functional PBE; method Gaussian and plane waves; basis set DZVP-MOLOPT-SR-GTH; pseudopotentials GTH-PBE; grid cutoff 300 Ry, relative cutoff 40 Ry; k points Gamma only; occupations fixed; spin none; net charge 0.

Cell vectors (angstrom)
a 16.332 0 0
b 0 65.328 0
c -0.2848 0.1634 31.815

Atoms and the computed forces on them: element, x, y, z (angstrom), force x, y, z (eV/angstrom)
Si 0.366 -0.815 -0.102 -0.131 0.383 0.581
Si 2.986 2.126 -0.177 -0.05 0.193 0.59
Si -0.083 5.509 -0.195 0.222 -0.101 0.695
Si 2.341 8.851 -0.238 -0.204 0.039 0.582
Si 0.477 10.462 -0.027 0.19 -0.252 0.424
Si 2.239 13.378 -0.296 0.093 0.318 0.631
Si -0.329 17.133 -0.548 0.313 0.301 0.424
Si 3.073 18.794 -0.288 -0.137 0.145 0.664
Si -0.192 22.02 -0.225 0.171 -0.132 0.686
Si 2.492 24.692 -0.047 -0.334 0.372 0.393
Si 0.918 26.282 -0.83 0.499 -0.426 0.308
Si 2.695 28.712 -0.615 0.316 -0.16 0.532
Si -0.039 32.92 0.179 0.053 0.006 0.584
Si 2.577 35.868 -0.011 0.141 -0.255 0.696
Si 0.369 38.126 0.134 -0.165 0.102 0.683
Si 2.033 41.552 -0.001 -0.414 0.105 0.565
Si 0.357 43.393 -0.006 0.15 -0.287 0.433
Si 2.844 46.347 0.003 -0.141 0.126 0.717
Si -0.431 49.444 0.179 0.213 -0.156 0.765
Si 3.21 51.455 0.054 -0.397 0.214 0.738
Si -0.664 54.686 0.247 0.409 -0.268 0.539
Si 2.415 57.101 0.311 0.203 -0.087 0.649
Si 0.302 59.408 0.22 -0.223 0.281 0.744
Si 2.654 62.381 0.547 0.026 -0.004 0.471
Si 5.191 -0.014 0.312 -0.042 0.029 0.557
Si 8.114 2.428 0.379 -0.334 0.318 0.011
Si 6.48 3.927 -0.647 -0.2 -0.552 0.643
Si 7.598 8.774 -0.113 -0.044 -0.082 0.621
Si 5.896 10.489 0.197 0.106 -0.154 0.607
Si 8.775 13.349 -0.268 -0.306 0.076 0.71
Si 5.157 16.428 -0.224 0.003 -0.077 0.584
Si 7.909 19.206 -0.083 0.1 -0.011 0.683
Si 5.768 21.495 -0.269 -0.178 0.169 0.696
Si 8.269 24.301 -0.427 0.192 -0.007 0.75
Si 4.856 27.602 -0.229 -0.136 0.249 0.639
Si 7.648 30.3 0.206 -0.085 0.061 0.631
Si 5.813 31.862 0.258 0.039 0.03 0.587
Si 7.796 35.785 0.022 0.081 -0.16 0.674
Si 5.67 38.137 0.266 -0.224 0.038 0.653
Si 8.254 40.535 0.145 -0.127 0.279 0.737
Si 5.483 44.782 -0.691 0.173 -0.118 0.578
Si 7.333 47.263 -0.953 0.064 0.065 0.222
Si 5.405 49.21 0.417 0.044 -0.203 0.675
Si 7.942 51.966 0.374 0.139 -0.01 0.669
Si 5.759 54.173 0.226 -0.115 0.173 0.753
Si 8.361 57.085 0.302 -0.1 0.105 0.637
Si 4.598 60.02 -0.063 -0.234 -0.258 0.507
Si 8.929 62.081 0.348 0.131 -0.303 0.622
Si 10.444 0.365 0.184 0.133 -0.126 0.789
Si 13.379 2.938 -0.086 0.156 -0.141 0.745
Si 11.445 5.414 -0.374 0.218 0.294 0.507
Si 14.094 7.772 -0.027 -0.085 0.076 0.809
Si 10.839 10.972 -0.207 0.061 -0.185 0.71
Si 13.422 13.752 0.165 -0.088 -0.105 0.556
Si 11.365 16.025 -0.003 -0.105 0.052 0.66
Si 13.715 19.074 0.173 0.051 -0.041 0.524
Si 11.519 21.261 -0.191 -0.25 0.09 0.743
Si 13.947 24.253 -0.182 -0.044 0.123 0.638
Si 10.874 27.361 -0.443 0.318 -0.383 0.262
Si 13.521 30.246 -0.002 0.036 -0.153 0.653
Si 11.252 32.428 -0.084 -0.143 0.031 0.676
Si 14.003 35.029 -0.007 -0.038 0.186 0.711
Si 10.742 38.626 0.04 0.097 -0.356 0.649
Si 13.208 41.218 0.21 0.155 0.02 0.699
Si 10.871 43.311 0.174 -0.027 0.28 0.651
Si 12.906 46.983 0.282 -0.198 0.112 0.72
Si 11.158 48.684 0.418 0.239 -0.285 0.529
Si 13.725 51.52 0.707 0.056 -0.144 0.525
Si 10.511 54.835 0.265 0.155 -0.14 0.745
Si 13.707 57.164 0.554 -0.268 0.138 0.635
Si 10.612 60.248 0.258 -0.204 0.179 0.441
Si 13.546 62.557 0.321 -0.207 0.203 0.647
Si 1.368 1.052 1.152 -0.034 -0.046 0.004
Si 4.324 3.803 0.878 0.065 0.024 -0.003
Si 1.534 6.841 0.967 -0.05 0.05 -0.031
Si 3.997 9.625 1.299 0.027 0.006 -0.02
Si 1.331 12.114 1.405 -0.034 -0.051 -0.007
Si 3.814 14.891 0.956 -0.02 -0.04 -0.025
Si 1.354 17.804 1.008 0.01 -0.008 -0.071
Si 4.19 20.36 1.075 -0.008 -0.014 -0.025
Si 1.344 23.118 1.211 -0.042 -0.028 -0.085
Si 4.074 25.897 1.211 0.038 0.054 -0.087
Si 2.147 29.267 1.532 -0.034 -0.036 0.053
Si 3.928 31.047 1.615 -0.029 -0.026 -0.138
Si 1.494 34.206 1.346 -0.007 0.035 -0.069
Si 4.063 36.924 1.427 -0.004 0.022 -0.031
Si 1.401 39.747 1.5 0.001 0 -0.052
Si 4.285 42.593 1.706 0.208 0.153 0.349
Si 1.36 45.038 1.353 0.043 0.008 -0.024
Si 4.021 47.69 1.523 0.006 0.019 0.011
Si 1.371 50.477 1.351 0.023 0.009 -0.015
Si 4.127 53.068 1.508 0.009 0.018 -0.053
Si 1.168 55.615 1.534 -0.058 -0.028 -0.023
Si 3.932 58.433 1.538 -0.007 0.014 -0.067
Si 1.23 61.026 1.692 -0.066 -0.053 -0.015
Si 4.047 63.842 1.672 -0.018 0.003 0.04
Si 6.702 1.159 1.643 -0.011 -0.069 0.047
Si 9.42 4.016 1.443 -0.079 -0.305 0.403
Si 7.065 6.609 0.777 0.576 0.316 0.237
Si 9.533 9.503 1.085 0.008 0.014 -0.026
Si 7.003 12.314 1.116 0.077 0.094 -0.014
Si 9.711 14.888 1.237 -0.025 0.038 -0.06
Si 6.731 17.597 1.166 -0.002 -0.016 -0.029
Si 9.662 20.331 1.066 0.006 0.023 0.02
Si 6.933 23.057 1.067 -0.024 -0.008 -0.049
Si 9.59 25.823 0.901 -0.039 0.007 -0.046
Si 6.577 28.537 1.272 -0.018 -0.036 -0.015
Si 9.538 31.339 1.192 0 0.02 -0.005
Si 6.705 33.983 1.203 -0.04 -0.059 -0.004
Si 9.581 36.84 1.22 -0.012 0.015 0
Si 6.853 39.505 1.681 0.062 -0.015 -0.05
Si 9.36 42.149 1.48 0.008 -0.008 -0.036
Si 6.005 44.305 1.538 -0.005 0.03 0.012
Si 9.341 47.688 1.481 0.314 0.262 0.301
Si 6.804 50.461 1.743 0.012 0.036 0
Si 9.477 53.199 1.616 0.002 0.002 -0.039
Si 6.811 55.828 1.537 0.007 -0.03 -0.041
Si 9.573 58.591 1.595 0.023 0.013 -0.025
Si 6.992 61.288 1.488 0.308 0.323 0.392
Si 9.6 63.96 1.562 -0.002 0.014 -0.025
Si 12.201 1.44 1.33 0.04 -0.027 -0.033
Si 15.052 4.003 1.214 -0.022 0.017 -0.055
Si 12.421 6.746 1.262 0.001 -0.027 -0.091
Si 15.169 9.395 1.242 -0.022 0.032 -0.012
Si 12.264 12.097 1.276 -0.017 0.022 -0.052
Si 14.866 14.965 1.445 -0.175 -0.184 0.467
Si 12.4 17.589 1.389 -0.012 0.02 -0.005
Si 15.095 20.527 1.3 0.007 0.024 -0.038
Si 12.412 23.029 1.142 -0.007 0 -0.004
Si 15.092 25.82 1.195 -0.357 -0.344 0.211
Si 12.233 28.604 1.108 -0.001 0.039 -0.067
Si 15.035 31.377 1.389 -0.02 0.002 -0.045
Si 12.355 33.985 1.317 -0.009 -0.001 -0.039
Si 15.014 36.839 1.224 -0.025 -0.013 -0.047
Si 12.152 39.651 1.591 -0.011 0.001 -0.016
Si 14.947 42.375 1.292 -0.032 0.011 0.022
Si 12.041 45.037 1.359 0.023 0.006 -0.042
Si 14.801 47.782 1.474 -0.016 -0.007 -0.095
Si 12.158 50.268 1.813 -0.094 -0.082 -0.034
Si 14.93 53.114 1.819 0.025 0.013 -0.001
Si 12.129 55.853 1.639 -0.003 -0.011 -0.032
Si 15.042 58.562 1.75 0.009 0.051 -0.032
Si 12.182 61.253 1.659 -0.042 -0.04 -0.029
Si 14.985 63.942 1.464 0.017 0.013 -0.023
Si 0.059 2.565 2.517 0.044 0.003 -0.024
Si 2.623 -0.076 2.838 -0.009 0.019 0.008
Si 0.192 8.052 2.588 0.041 -0.039 0.022
Si 2.916 5.36 2.288 0.009 -0.053 -0.067
Si -0.019 13.568 2.643 0.017 0.037 0.011
Si 2.777 10.933 2.765 -0.018 -0.02 0.031
Si 0.138 19.114 2.554 -0.009 -0.024 0.012
Si 2.598 16.293 2.418 0.002 0.019 0.034
Si 0.045 24.476 2.642 -0.023 0.044 -0.033
Si 2.795 21.722 2.448 -0.007 -0.017 0.024
Si 0.152 30.014 2.606 0.034 -0.006 0.005
Si 2.868 27.306 2.691 -0.055 0.044 -0.049
Si 0.043 35.521 2.689 -0.004 -0.007 0.02
Si 2.769 32.759 2.726 -0.061 -0.032 0.004
Si -0.145 40.95 2.767 0.007 0.012 -0.006
Si 2.742 38.301 2.806 0.015 -0.04 -0.012
Si -0.087 46.353 2.715 0.018 0.044 -0.03
Si 2.613 43.706 2.903 0.008 0.03 0.028
Si 0.123 51.772 2.94 0.009 -0.073 -0.01
Si 2.617 49.062 2.822 -0.009 0.029 0
Si -0.02 57.066 3.014 0.004 -0.012 0.024
Si 2.684 54.384 2.849 0.001 0.023 -0.013
Si -0.115 62.52 2.912 -0.001 0.026 -0.002
Si 2.66 59.749 3.014 0.014 -0.004 0
Si 5.361 2.697 2.719 -0.033 -0.005 0.051
Si 8.134 -0.149 2.918 -0.001 -0.004 0.023
Si 5.188 8.093 2.586 -0.147 0.385 0.389
Si 8.145 5.51 2.641 -0.033 0.041 0.023
Si 5.418 13.632 2.356 -0.064 -0.057 -0.04
Si 8.274 10.905 2.562 0.032 0.021 -0.058
Si 5.449 18.995 2.551 0.003 0.013 0.025
Si 8.202 16.265 2.475 0.024 0.009 -0.004
Si 5.531 24.459 2.422 -0.008 -0.005 0.008
Si 8.304 21.725 2.46 -0.003 -0.01 0.01
Si 5.474 29.866 2.881 0.036 -0.018 0.046
Si 8.15 27.119 2.384 0.036 0.022 -0.011
Si 5.417 35.393 2.656 0.057 0.063 -0.02
Si 8.227 32.764 2.584 -0.023 -0.033 -0.026
Si 5.411 40.893 2.89 -0.013 0.014 -0.002
Si 8.284 38.089 2.829 0.025 -0.037 0.016
Si 5.29 46.202 2.827 0.031 -0.022 0
Si 7.942 43.531 2.728 0.009 0.034 -0.009
Si 5.382 51.778 3.018 -0.008 0.003 0.03
Si 8.133 49.026 2.972 -0.003 -0.063 -0.032
Si 5.419 57.181 2.861 0.024 0.013 -0.017
Si 8.117 54.514 2.999 -0.007 -0.015 0.031
Si 5.542 62.55 2.901 0.023 -0.084 -0.05
Si 8.15 59.866 2.947 -0.048 0.008 0
Si 10.914 2.758 2.767 -0.008 0.054 -0.009
Si 13.613 0.074 2.708 -0.072 -0.039 0.004
Si 10.91 8.122 2.481 0.033 0.012 0.007
Si 13.711 5.354 2.657 -0.001 0 -0.011
Si 10.977 13.52 2.673 0.016 -0.007 0.012
Si 13.714 10.766 2.553 -0.002 -0.006 -0.005
Si 10.908 18.974 2.561 -0.001 0.007 0.007
Si 13.696 16.357 2.855 0.019 -0.019 -0.017
Si 10.955 24.474 2.364 -0.005 0 0.005
Si 13.691 21.793 2.661 -0.017 -0.001 0.038
Si 10.879 29.924 2.543 0.019 0.019 -0.001
Si 13.655 27.228 2.449 0.008 -0.017 -0.009
Si 10.937 35.428 2.572 -0.03 -0.017 0.003
Si 13.654 32.675 2.763 0.015 0.018 0.021
Si 10.751 40.912 2.937 -0.017 0.024 0.003
Si 13.608 38.149 2.663 0.046 -0.018 0.008
Si 10.663 46.247 2.83 0.035 0.051 -0.03
Si 13.54 43.714 2.686 -0.033 -0.032 -0.035
Si 10.799 51.775 2.963 -0.012 0.012 0.006
Si 13.579 48.973 3.085 -0.004 -0.052 0.032
Si 10.857 57.229 3.011 0.018 0.017 0.01
Si 13.469 54.471 3.03 -0.01 0.026 0.004
Si 10.917 62.671 3.002 0.003 0.005 0.042
Si 13.601 59.926 2.981 0.017 -0.002 0.02
Si 1.465 4.038 3.78 0.036 -0.01 0.01
Si 4.017 1.353 4.115 0.001 -0.027 0.011
Si 1.42 9.472 4.018 0 -0.003 -0.022
Si 3.999 6.694 3.995 -0.017 -0.016 0.019
Si 1.376 14.954 3.935 0.033 -0.015 -0.013
Si 4.206 12.312 3.949 0.033 0.011 -0.011
Si 1.48 20.425 3.928 -0.01 0.003 -0.004
Si 4.032 17.626 3.842 -0.031 -0.003 -0.017
Si 1.42 25.895 3.934 0 0.021 0.003
Si 4.154 23.109 3.807 0.014 0.002 -0.008
Si 1.38 31.39 4.062 0.042 0.007 0.012
Si 4.168 28.504 4.208 0.019 0.003 0.032
Si 1.361 36.869 4.086 -0.021 -0.005 -0.015
Si 4.108 34.086 4.089 0.026 -0.006 0.014
Si 1.247 42.262 4.152 0.03 -0.018 -0.004
Si 4.083 39.536 4.225 -0.021 -0.012 0.022
Si 1.257 47.686 4.166 0.014 -0.018 0.004
Si 3.954 45.002 4.318 0.01 -0.02 -0.032
Si 1.412 53.09 4.34 -0.018 0.011 0.024
Si 3.993 50.363 4.263 -0.014 0.002 -0.035
Si 1.325 58.429 4.379 -0.02 0 -0.004
Si 4.035 55.807 4.206 -0.007 0.011 0.01
Si 1.296 63.903 4.209 0.002 -0.005 -0.004
Si 4.099 61.19 4.222 0.001 0.009 0.002
Si 6.759 4.119 4.002 0 -0.013 -0.024
Si 9.522 1.361 4.112 -0.002 0.005 -0.032
Si 6.819 9.457 3.808 -0.028 -0.048 -0.01
Si 9.576 6.819 3.958 0.021 -0.019 -0.014
Si 6.79 14.934 3.822 -0.007 0.005 -0.01
Si 9.575 12.204 4.017 0.015 -0.008 -0.007
Si 6.888 20.37 3.842 -0.008 0.008 -0.027
Si 9.534 17.622 3.902 0.014 -0.008 0.002
Si 6.869 25.786 3.853 -0.024 0.024 0.011
Si 9.616 23.128 3.823 -0.002 0.011 -0.003
Si 6.901 31.354 3.986 0.028 -0.007 0.043
Si 9.502 28.512 3.83 -0.027 0.003 -0.031
Si 6.823 36.715 4.056 -0.015 0.005 -0.011
Si 9.573 34.08 3.978 0.006 0.005 0.011
Si 6.754 42.214 4.254 -0.017 0.019 0.013
Si 9.503 39.473 4.26 -0.025 0.003 -0.011
Si 6.713 47.583 4.178 -0.019 0.013 -0.025
Si 9.328 44.883 4.153 -0.006 -0.01 -0.011
Si 6.755 53.138 4.341 0.001 0.015 -0.027
Si 9.469 50.395 4.321 0.032 -0.001 0
Si 6.773 58.509 4.278 0.016 -0.018 0
Si 9.484 55.861 4.344 0.013 -0.036 -0.016
Si 6.8 63.908 4.322 -0.015 -0.017 0.049
Si 9.502 61.278 4.283 0.014 0.023 -0.01
Si 12.313 4.088 4.086 0.003 0.013 -0.008
Si 15.008 1.386 4.055 0.005 0.005 -0.007
Si 12.287 9.457 3.904 -0.053 -0.013 0.007
Si 15.081 6.754 3.97 -0.038 0.02 -0.032
Si 12.301 14.905 4.055 -0.025 -0.047 0
Si 14.971 12.18 3.977 -0.007 0.006 0.007
Si 12.288 20.367 3.917 0.02 0.002 -0.022
Si 15.117 17.772 4.01 0.023 0.011 -0.02
Si 12.297 25.828 3.806 0.008 -0.024 -0.01
Si 15.024 23.143 4.015 0.032 -0.032 0.037
Si 12.239 31.258 3.978 0.001 0.004 0.012
Si 15.058 28.564 3.853 0.002 -0.005 -0.004
Si 12.255 36.772 4.01 -0.021 0.01 -0.006
Si 15.022 34.097 4.047 0.008 0 -0.034
Si 12.207 42.32 4.117 0.004 -0.003 -0.026
Si 14.9 39.517 4.094 -0.014 0.01 0.006
Si 12.109 47.577 4.247 -0.005 0.025 0.022
Si 14.905 44.99 4.122 -0.014 0.001 -0.009
Si 12.159 53.084 4.356 -0.02 0.028 0.037
Si 14.995 50.411 4.286 0.002 0.05 -0.034
Si 12.254 58.553 4.332 -0.013 0.002 -0.007
Si 14.888 55.796 4.357 0.01 -0.006 -0.004
Si 12.323 64.052 4.22 0.048 0.007 -0.023
Si 14.905 61.265 4.357 0.038 -0.022 0.033
Si -0.038 0.011 5.501 -0.016 -0.019 -0.006
Si 2.688 2.765 5.399 -0.019 0.02 -0.021
Si 0.101 5.37 5.29 0.045 -0.008 -0.029
Si 2.72 8.099 5.39 0.023 0.029 0.009
Si 0.027 10.844 5.338 0.016 -0.005 0.006
Si 2.787 13.63 5.298 0.003 -0.004 0.009
Si 0.07 16.325 5.338 -0.007 -0.011 0.008
Si 2.777 19.012 5.282 0.005 -0.02 0.015
Si 0.081 21.754 5.303 -0.003 -0.003 0.008
Si 2.802 24.47 5.227 0.027 0.008 -0.02
Si 0.022 27.209 5.29 0.003 -0.004 0.022
Si 2.737 29.952 5.391 -0.023 0.016 -0.031
Si 0.01 32.708 5.419 -0.014 0.022 0.003
Si 2.717 35.446 5.418 -0.004 0.008 -0.005
Si -0.033 38.179 5.448 0.012 -0.008 0.011
Si 2.656 40.9 5.501 -0.005 0.022 0.01
Si -0.083 43.624 5.517 -0.019 -0.005 -0.002
Si 2.604 46.37 5.614 -0.054 0.011 -0.006
Si -0.035 49.013 5.625 0.029 -0.019 -0.004
Si 2.712 51.712 5.692 0.015 0 0.015
Si -0.027 54.432 5.652 -0.004 0.009 -0.002
Si 2.72 57.112 5.68 0.004 -0.022 0.004
Si -0.036 59.87 5.653 -0.02 0.001 -0.005
Si 2.721 62.588 5.55 -0.005 -0.013 -0.008
Si 5.397 0.023 5.518 -0.021 -0.011 0.001
Si 8.137 2.762 5.401 -0.023 0 0.015
Si 5.42 5.444 5.393 0.015 0.008 0.01
Si 8.182 8.178 5.289 -0.006 0.01 -0.018
Si 5.511 10.846 5.261 -0.019 -0.033 -0.026
Si 8.148 13.589 5.273 -0.03 0.004 -0.02
Si 5.451 16.302 5.22 -0.006 0.01 0.001
Si 8.2 19.012 5.258 -0.005 0.003 0.016
Si 5.513 21.746 5.2 -0.007 -0.011 -0.015
Si 8.237 24.446 5.221 -0.019 -0.001 0.009
Si 5.572 27.096 5.378 0.045 0.02 -0.013
Si 8.225 29.902 5.285 -0.007 0.029 -0.007
Si 5.49 32.673 5.374 0.015 -0.027 -0.02
Si 8.193 35.371 5.404 -0.005 0.005 0.004
Si 5.468 38.099 5.461 0.052 -0.004 -0.009
Si 8.122 40.839 5.578 0.008 -0.02 0.007
Si 5.375 43.595 5.576 -0.006 0.008 -0.003
Si 8.076 46.276 5.564 0.017 0.016 0.019
Si 5.375 48.973 5.565 -0.022 -0.011 -0.025
Si 8.099 51.742 5.667 0.004 0.003 0.009
Si 5.378 54.489 5.65 -0.002 0.013 0
Si 8.116 57.192 5.683 -0.003 0.007 0.018
Si 5.424 59.872 5.635 0.009 0.016 -0.008
Si 8.159 62.593 5.674 0.006 -0.016 0.015
Si 10.893 0.054 5.529 -0.004 0.002 -0.013
Si 13.656 2.732 5.452 0 0.002 -0.005
Si 10.918 5.47 5.377 -0.033 -0.002 0.024
Si 13.661 8.12 5.304 0.008 0.026 -0.002
Si 10.953 10.829 5.327 0.027 -0.02 0.011
Si 13.653 13.538 5.381 -0.008 0 0.016
Si 10.887 16.29 5.319 0.018 0.027 -0.006
Si 13.665 19.062 5.322 0.004 0.012 0.01
Si 10.936 21.76 5.244 -0.007 -0.001 0.004
Si 13.62 24.511 5.283 -0.007 0.008 0.006
Si 10.913 27.176 5.193 -0.011 0.001 -0.021
Si 13.665 29.898 5.266 0.01 0.032 -0.014
Si 10.902 32.657 5.326 -0.009 -0.015 0.011
Si 13.611 35.417 5.385 0.016 0.004 0.021
Si 10.927 38.096 5.476 -0.001 -0.01 0.022
Si 13.547 40.89 5.456 -0.009 -0.017 -0.014
Si 10.799 43.595 5.502 -0.002 -0.027 -0.008
Si 13.538 46.266 5.565 -0.03 0.003 0
Si 10.84 49.007 5.62 0.029 -0.005 0.005
Si 13.592 51.738 5.641 0.013 0.001 0.006
Si 10.823 54.468 5.69 0.003 0.012 0.004
Si 13.577 57.188 5.703 -0.002 -0.002 0.016
Si 10.866 59.922 5.644 -0.008 0.013 -0.008
Si 13.587 62.675 5.653 -0.019 0.011 0.018
Si 1.344 1.407 6.808 -0.008 0.001 -0.004
Si 4.07 4.097 6.778 -0.002 -0.011 -0.007
Si 1.363 6.756 6.746 0 -0.002 -0.006
Si 4.129 9.51 6.666 0.015 -0.019 -0.008
Si 1.415 12.238 6.656 0.01 0.013 -0.009
Si 4.136 14.971 6.671 0.003 -0.009 -0.006
Si 1.429 17.679 6.689 -0.006 0.003 0.001
Si 4.162 20.388 6.606 -0.002 -0.009 -0.006
Si 1.442 23.126 6.634 -0.021 -0.005 -0.004
Si 4.143 25.768 6.673 0.002 0.01 -0.001
Si 1.359 28.563 6.691 0.004 0.005 -0.005
Si 4.119 31.301 6.726 0.003 -0.012 0.007
Si 1.376 34.053 6.769 0.007 0.016 0.002
Si 4.086 36.757 6.806 -0.001 -0.005 -0.006
Si 1.321 39.507 6.838 -0.01 0.002 -0.004
Si 4.016 42.217 6.898 0.002 0.003 0.008
Si 1.268 44.955 6.922 0.003 -0.007 -0.002
Si 4.013 47.674 6.97 0.014 0.003 -0.01
Si 1.322 50.357 7.01 0.001 0.016 -0.001
Si 4.06 53.098 7.023 -0.012 -0.008 -0.004
Si 1.33 55.783 7.023 -0.001 -0.001 -0.001
Si 4.068 58.52 7 0.015 -0.008 0.003
Si 1.359 61.254 6.947 0.012 -0.013 -0.006
Si 4.058 63.988 6.898 0.015 0.018 -0.014
Si 6.795 1.406 6.819 0.001 0.004 -0.012
Si 9.534 4.115 6.748 0.013 0 -0.005
Si 6.822 6.829 6.697 0.003 0.001 -0.015
Si 9.551 9.506 6.69 0.009 0.031 0.003
Si 6.839 12.211 6.67 0.016 -0.024 -0.002
Si 9.513 14.94 6.668 0.003 -0.009 0.001
Si 6.82 17.659 6.615 -0.012 0.004 0
Si 9.574 20.385 6.612 -0.002 0.001 -0.003
Si 6.864 23.09 6.595 0.008 0.006 -0.006
Si 9.576 25.824 6.599 -0.005 -0.017 0.002
Si 6.881 28.546 6.681 -0.014 -0.008 0
Si 9.558 31.266 6.675 0.001 -0.001 -0.013
Si 6.834 34.008 6.76 0.016 -0.006 0.009
Si 9.53 36.734 6.789 -0.006 -0.007 0.008
Si 6.771 39.454 6.88 -0.028 -0.008 0.007
Si 9.505 42.204 6.891 -0.011 0.011 -0.001
Si 6.745 44.931 6.939 -0.009 0.003 0.009
Si 9.457 47.635 6.931 -0.006 -0.007 -0.006
Si 6.73 50.343 6.96 -0.004 -0.009 -0.014
Si 9.467 53.093 7.025 0.006 0 0.001
Si 6.753 55.827 7.021 -0.002 0.008 0.003
Si 9.499 58.562 7.007 -0.008 -0.002 -0.015
Si 6.777 61.241 6.997 0.021 -0.003 0.009
Si 9.543 64.016 6.927 -0.002 -0.015 -0.002
Si 12.274 1.411 6.855 0.026 -0.003 -0.004
Si 15.043 4.103 6.756 -0.003 -0.021 0.006
Si 12.293 6.816 6.732 -0.004 -0.003 0.001
Si 14.986 9.5 6.705 -0.022 0.012 -0.009
Si 12.275 12.196 6.725 -0.004 0.001 0
Si 15.024 14.951 6.684 0.002 -0.002 -0.007
Si 12.287 17.664 6.65 0.011 -0.012 -0.003
Si 15.031 20.412 6.674 -0.008 0.011 0.006
Si 12.283 23.113 6.635 0.006 0.003 -0.003
Si 14.995 25.847 6.652 -0.009 -0.004 0.021
Si 12.28 28.525 6.602 0.012 -0.002 -0.019
Si 14.967 31.281 6.686 0.001 -0.007 -0.003
Si 12.252 34.014 6.711 -0.007 0.004 -0.012
Si 14.953 36.772 6.772 -0.005 0.015 -0.001
Si 12.24 39.494 6.832 0.002 -0.004 0.004
Si 14.911 42.221 6.851 -0.002 0.01 -0.011
Si 12.172 44.913 6.907 0 0.002 -0.009
Si 14.9 47.639 6.935 -0.019 0.019 -0.005
Si 12.225 50.354 6.972 0.002 -0.008 -0.001
Si 14.941 53.088 7.014 0.003 -0.007 -0.002
Si 12.206 55.819 7.031 -0.006 -0.001 0.003
Si 14.942 58.547 7.038 0.001 0.007 0.003
Si 12.213 61.299 6.989 -0.004 0.023 -0.012
Si 14.973 64.029 6.95 -0.006 -0.001 0.003
Si 0.014 2.776 13.645 0.004 -0.016 -0.008
Si 2.714 0.09 13.713 -0.024 0.001 0.007
Si 0.039 8.26 13.543 0 -0.01 -0.002
Si 2.77 5.519 13.608 0.008 -0.004 0.006
Si 0.017 13.649 13.541 0.005 -0.011 -0.003
Si 2.745 10.937 13.558 0.008 0.001 0.001
Si 0.031 19.018 13.539 -0.005 -0.002 0.005
Si 2.717 16.354 13.515 -0.018 -0.012 0.005
Si 0.047 24.471 13.426 -0.004 -0.001 -0.01
Si 2.783 21.721 13.469 0.005 0.005 0.001
Si -0.035 29.862 13.471 0.011 -0.009 0.003
Si 2.74 27.148 13.447 -0.003 0.005 -0.008
Si -0.053 35.312 13.506 -0.004 0.019 0.009
Si 2.694 32.589 13.443 -0.002 -0.008 0
Si -0.056 40.755 13.635 0.001 -0.01 0.016
Si 2.677 38.057 13.547 0 0.009 0.01
Si -0.031 46.205 13.653 0.004 -0.005 0
Si 2.721 43.52 13.653 0.005 -0.014 0.015
Si -0.075 51.718 13.755 0 -0.009 0.001
Si 2.703 48.956 13.701 0.012 -0.001 0.003
Si -0.01 57.214 13.756 -0.004 0.002 -0.001
Si 2.7 54.48 13.789 0.018 0 0.012
Si -0.011 62.675 13.699 -0.013 -0.006 0.002
Si 2.682 59.956 13.739 0.002 -0.006 0.005
Si 5.454 2.824 13.671 0.005 0.008 0.006
Si 8.128 0.102 13.675 0.014 -0.02 -0.003
Si 5.472 8.206 13.58 -0.007 0.013 -0.012
Si 8.164 5.506 13.644 -0.003 0.002 -0.004
Si 5.466 13.65 13.508 -0.008 -0.012 -0.002
Si 8.216 10.904 13.559 -0.021 -0.012 -0.002
Si 5.484 19.037 13.523 -0.011 -0.004 0.011
Si 8.207 16.339 13.528 -0.01 0.008 0.001
Si 5.501 24.454 13.47 -0.017 0.004 0.008
Si 8.233 21.757 13.475 0 -0.002 -0.002
Si 5.462 29.842 13.441 0.004 0.002 -0.02
Si 8.195 27.164 13.472 -0.001 0.008 0.01
Si 5.441 35.332 13.515 -0.011 -0.005 -0.007
Si 8.187 32.592 13.529 -0.032 0.006 0.022
Si 5.463 40.842 13.595 -0.025 -0.014 0.011
Si 8.166 38.055 13.509 0.007 -0.014 -0.016
Si 5.451 46.256 13.713 0.015 0.011 0.007
Si 8.174 43.555 13.696 -0.001 0.017 0.003
Si 5.454 51.745 13.711 0.01 0.001 -0.011
Si 8.183 48.989 13.76 -0.003 0.017 -0.004
Si 5.421 57.224 13.752 0.001 0.001 -0.001
Si 8.155 54.465 13.743 -0.003 -0.011 -0.004
Si 5.405 62.693 13.719 0.002 -0.004 0.01
Si 8.13 59.93 13.769 0.005 -0.014 -0.002
Si 10.85 2.81 13.648 -0.026 -0.014 -0.001
Si 13.6 0.069 13.675 -0.011 -0.016 -0.005
Si 10.873 8.194 13.599 -0.009 0.009 0.011
Si 13.591 5.494 13.621 0.018 0.004 0.015
Si 10.946 13.641 13.563 0.018 0.014 0.005
Si 13.634 10.931 13.568 -0.001 -0.001 0.005
Si 10.941 19.042 13.488 -0.005 -0.004 -0.004
Si 13.66 16.333 13.538 0.003 -0.016 0
Si 10.923 24.455 13.478 0.011 0 -0.005
Si 13.651 21.735 13.474 -0.008 -0.001 0.002
Si 10.881 29.877 13.504 0.006 -0.036 0.011
Si 13.603 27.168 13.469 0.001 -0.001 -0.007
Si 10.915 35.305 13.539 -0.013 0.009 -0.008
Si 13.58 32.581 13.539 -0.008 0 0.013
Si 10.87 40.789 13.64 0.014 0 0.02
Si 13.589 38.039 13.582 -0.001 -0.01 -0.001
Si 10.866 46.249 13.785 0.026 0.004 0.004
Si 13.549 43.478 13.704 -0.011 0.034 0.012
Si 10.884 51.706 13.77 -0.002 0.008 0.004
Si 13.536 48.98 13.748 0.005 0.003 0.007
Si 10.859 57.194 13.769 -0.003 0 -0.008
Si 13.57 54.458 13.805 -0.022 0.003 0.008
Si 10.86 62.652 13.72 -0.003 -0.003 -0.008
Si 13.58 59.955 13.74 -0.006 0.002 -0.009
Si 1.412 4.148 14.957 0.009 -0.031 0.006
Si 4.091 1.481 15.048 -0.01 0.015 -0.002
Si 1.379 9.607 14.954 -0.01 0.002 0.001
Si 4.116 6.888 14.993 0.014 0.002 0.007
Si 1.336 15.045 14.922 -0.021 0.023 0.01
Si 4.109 12.323 14.892 -0.008 0.003 -0.004
Si 1.426 20.385 14.863 0.019 -0.014 0.006
Si 4.077 17.701 14.885 0.016 0.011 0.005
Si 1.369 25.82 14.825 -0.027 -0.009 0.011
Si 4.162 23.067 14.818 0.014 -0.015 0.005
Si 1.34 31.218 14.794 0.001 0.025 -0.013
Si 4.108 28.485 14.808 0.008 -0.001 0.012
Si 1.288 36.668 14.866 -0.016 0.007 -0.011
Si 4.045 33.944 14.798 0.014 0 -0.005
Si 1.307 42.152 14.944 0.033 0.008 -0.023
Si 4.068 39.443 14.845 -0.012 -0.011 -0.03
Si 1.338 47.542 15.002 0.016 -0.007 -0.009
Si 4.113 44.853 15.04 -0.015 -0.009 0.018
Si 1.287 53.1 15.085 -0.007 0.014 0.005
Si 4.095 50.346 14.996 -0.008 -0.009 -0.027
Si 1.357 58.573 15.119 0.011 0.02 0
Si 4.077 55.879 15.127 -0.001 -0.018 0
Si 1.354 64.024 15.061 0.025 -0.001 -0.006
Si 4.033 61.34 15.081 -0.008 0.017 -0.004
Si 6.805 4.184 15.062 0.002 -0.037 0
Si 9.46 1.489 15.031 -0.022 0.022 0.014
Si 6.862 9.538 14.932 0.032 -0.004 -0.005
Si 9.516 6.857 15.022 -0.005 0.002 0.006
Si 6.809 15.003 14.887 -0.007 0.015 -0.007
Si 9.595 12.259 14.916 -0.006 -0.007 -0.001
Si 6.897 20.396 14.848 0.005 0.012 0.002
Si 9.582 17.709 14.873 0.017 -0.005 -0.006
Si 6.857 25.813 14.85 0.003 0.017 -0.002
Si 9.58 23.11 14.864 0.011 -0.012 -0.012
Si 6.813 31.172 14.818 -0.019 0.01 -0.006
Si 9.531 28.514 14.87 0.004 0.021 -0.003
Si 6.796 36.731 14.852 0.013 0.006 -0.015
Si 9.566 33.952 14.897 0.018 -0.011 0.013
Si 6.81 42.193 15.021 -0.013 -0.012 -0.019
Si 9.498 39.378 14.914 0 -0.005 -0.005
Si 6.832 47.606 15.09 -0.002 -0.034 -0.005
Si 9.517 44.871 15.146 -0.023 -0.007 0.002
Si 6.808 53.099 15.09 -0.022 -0.001 -0.011
Si 9.553 50.336 15.144 0.022 -0.005 0.009
Si 6.781 58.553 15.143 0.002 -0.006 0.013
Si 9.5 55.818 15.121 -0.004 -0.01 -0.006
Si 6.758 64.089 15.048 -0.007 0.008 -0.019
Si 9.484 61.308 15.11 0.025 0.005 0.006
Si 12.218 4.142 15.015 0.005 -0.016 0.02
Si 14.985 1.417 15.021 0.003 0.027 -0.021
Si 12.255 9.559 14.92 0.016 0.006 -0.015
Si 15.007 6.898 14.873 0.004 0.006 -0.027
Si 12.321 14.999 14.948 -0.006 -0.008 0.01
Si 14.995 12.308 14.931 -0.003 -0.004 -0.001
Si 12.33 20.354 14.869 0.007 0.018 -0.006
Si 14.996 17.674 14.954 0.003 0.004 -0.014
Si 12.255 25.824 14.854 -0.004 0.01 -0.002
Si 15.016 23.137 14.781 0 -0.008 -0.019
Si 12.205 31.217 14.911 0.003 0.03 0
Si 14.922 28.518 14.855 -0.011 0.021 0.005
Si 12.259 36.653 14.936 0.01 -0.004 0.008
Si 14.914 33.971 14.889 0.012 0.011 0.006
Si 12.204 42.1 15.091 -0.018 -0.026 0.023
Si 14.916 39.366 14.997 0.024 0.024 -0.015
Si 12.21 47.632 15.165 -0.018 0.007 0.007
Si 14.948 44.842 15.008 0.005 -0.029 0.003
Si 12.216 53.061 15.166 0.017 0.018 0
Si 14.886 50.341 15.105 -0.022 0.018 0.004
Si 12.208 58.596 15.094 0.012 -0.003 0.002
Si 14.949 55.871 15.109 0.006 0.025 -0.007
Si 12.253 64.01 15.037 0.018 0.004 0.008
Si 14.956 61.33 15.069 -0.001 -0.006 -0.01
Si -0.045 0.011 16.406 -0.045 -0.02 0.044
Si 2.731 2.834 16.415 0.004 -0.034 0.026
Si 0.041 5.552 16.211 0.015 0.015 -0.021
Si 2.719 8.235 16.331 -0.01 0.014 -0.008
Si 0.042 11.008 16.319 0.011 -0.01 0.006
Si 2.757 13.732 16.231 0.04 -0.026 -0.018
Si -0.031 16.333 16.404 -0.006 -0.023 0.045
Si 2.753 19.051 16.306 -0.021 0.024 0.042
Si 0.025 21.774 16.131 0.008 0.017 -0.012
Si 2.761 24.422 16.11 0.007 0.007 0.012
Si -0.031 27.174 16.196 0.004 -0.019 -0.01
Si 2.688 29.819 16.119 0 0.005 -0.017
Si -0.017 32.582 16.142 -0.027 0.006 0.009
Si 2.7 35.325 16.15 0.019 -0.004 -0.005
Si -0.085 37.934 16.311 -0.011 -0.033 0.039
Si 2.718 40.787 16.194 -0.019 -0.023 -0.026
Si -0.066 43.44 16.36 -0.002 -0.022 -0.009
Si 2.681 46.158 16.358 -0.006 0.017 0.01
Si -0.045 48.899 16.312 -0.009 -0.038 -0.014
Si 2.698 51.679 16.304 0.004 0.01 0.005
Si -0.05 54.492 16.468 0.007 -0.028 0.006
Si 2.7 57.209 16.521 0.012 -0.016 0.019
Si 0.013 60 16.416 0.007 0.004 0.011
Si 2.748 62.753 16.477 0.015 -0.002 0.029
Si 5.447 0.155 16.439 0.013 0.006 -0.016
Si 8.111 2.817 16.488 -0.011 -0.035 -0.016
Si 5.465 5.574 16.43 0.011 0.008 0.013
Si 8.169 8.215 16.423 -0.075 0 0.001
Si 5.48 10.926 16.198 0.001 0.017 -0.018
Si 8.186 13.628 16.201 -0.018 -0.03 0.012
Si 5.437 16.37 16.262 0 -0.008 -0.015
Si 8.235 19.055 16.255 -0.016 0.001 0.03
Si 5.575 21.765 16.214 -0.01 0.008 -0.015
Si 8.223 24.478 16.243 0.02 0.002 -0.011
Si 5.495 27.178 16.205 -0.003 0.004 0.031
Si 8.186 29.878 16.244 -0.015 -0.023 0.027
Si 5.375 32.506 16.086 -0.013 -0.006 -0.043
Si 8.193 35.383 16.157 -0.034 0.011 0.005
Si 5.42 38.106 16.191 -0.026 0.069 -0.029
Si 8.132 40.715 16.273 0.004 -0.022 -0.026
Si 5.528 43.578 16.457 0.039 0.027 0.03
Si 8.202 46.293 16.518 0.009 0.027 -0.014
Si 5.444 49 16.364 0.003 0.005 0.006
Si 8.18 51.734 16.432 -0.021 0.022 -0.038
Si 5.488 54.515 16.428 0.007 0.019 0.01
Si 8.153 57.163 16.508 0.007 -0.005 0.007
Si 5.346 59.928 16.418 0.001 0.001 0.003
Si 8.074 62.7 16.395 0.006 0.016 -0.005
Si 10.85 0.082 16.279 -0.004 -0.031 -0.024
Si 13.621 2.788 16.348 -0.02 -0.033 0
Si 10.855 5.491 16.405 -0.007 0.008 0.059
Si 13.656 8.22 16.242 0.007 0.003 0.026
Si 10.937 10.902 16.337 0.018 0.001 0.002
Si 13.655 13.627 16.361 0.029 0.016 -0.005
Si 10.973 16.42 16.264 0.042 0.034 -0.006
Si 13.652 19.03 16.345 -0.038 -0.024 0.03
Si 10.985 21.743 16.178 0.003 0.006 -0.024
Si 13.698 24.507 16.157 0.009 0.006 0
Si 10.85 27.13 16.25 -0.013 -0.009 -0.01
Si 13.516 29.809 16.267 -0.003 -0.025 0.032
Si 10.878 32.581 16.326 -0.022 0.024 -0.023
Si 13.568 35.285 16.352 0.001 -0.025 0.022
Si 10.896 38.042 16.25 0.022 0.03 0.002
Si 13.586 40.702 16.424 -0.009 -0.005 -0.027
Si 10.844 43.443 16.508 0.005 -0.05 0.016
Si 13.655 46.223 16.385 -0.008 0.036 -0.013
Si 10.869 48.998 16.608 0.004 -0.012 0.007
Si 13.567 51.691 16.555 -0.003 -0.016 0.011
Si 10.832 54.441 16.492 0.006 -0.005 0.002
Si 13.608 57.284 16.441 -0.007 0.011 0.012
Si 10.833 59.919 16.479 -0.016 -0.029 -0.021
Si 13.595 62.657 16.46 0.008 -0.001 0.011
Si 1.353 1.379 17.686 0.041 -0.01 -0.066
Si 4.063 4.267 17.801 0 -0.011 0.022
Si 1.329 6.85 17.673 0.022 -0.024 0.055
Si 4.104 9.655 17.596 0.002 -0.001 0.005
Si 1.417 12.455 17.635 -0.054 -0.001 0.001
Si 4.076 15.047 17.67 0 0.019 0.024
Si 1.329 17.752 17.738 0.001 0.043 0.002
Si 4.253 20.404 17.572 -0.007 -0.035 -0.033
Si 1.389 23.098 17.475 -0.009 -0.011 0.006
Si 4.132 25.736 17.462 0.022 0.029 -0.018
Si 1.325 28.526 17.535 0.004 0.012 0
Si 4.034 31.135 17.478 0.022 0.04 0.004
Si 1.383 33.917 17.471 -0.004 -0.006 0.017
Si 4.062 36.724 17.462 -0.041 -0.025 -0.023
Si 1.378 39.354 17.456 -0.004 0.016 -0.024
Si 4.037 42.157 17.58 -0.063 -0.071 0.071
Si 1.3 44.772 17.71 0.01 0 -0.009
Si 4.025 47.617 17.607 0.002 -0.003 -0.053
Si 1.342 50.245 17.578 -0.001 -0.003 -0.013
Si 4.017 53.128 17.575 0.004 -0.023 -0.051
Si 1.324 55.816 17.858 0.019 0.008 -0.008
Si 4.068 58.583 17.886 0.003 0.007 0.004
Si 1.387 61.347 17.777 -0.01 -0.021 -0.014
Si 4.103 64.191 17.843 -0.014 -0.01 -0.031
Si 6.699 1.516 17.916 -0.008 0.031 0.043
Si 9.49 4.152 17.857 0.006 0 0
Si 6.795 6.911 17.894 0.018 -0.017 0.001
Si 9.61 9.544 17.746 -0.008 -0.001 0
Si 6.859 12.224 17.557 0.023 0.002 -0.018
Si 9.572 15.017 17.48 -0.021 0.009 -0.009
Si 6.804 17.731 17.605 0.008 0.01 0.03
Si 9.654 20.416 17.577 0.064 -0.009 -0.003
Si 6.922 23.121 17.629 -0.04 -0.036 -0.001
Si 9.547 25.786 17.697 0.019 0.047 0.01
Si 6.868 28.513 17.629 -0.007 -0.022 -0.021
Si 9.463 31.257 17.681 0.03 -0.012 -0.023
Si 6.766 33.926 17.269 0.028 -0.06 0.02
Si 9.503 36.767 17.593 -0.009 -0.008 0.101
Si 6.65 39.498 17.641 -0.005 0.001 0.024
Si 9.52 41.853 17.766 0.44 -0.26 -0.324
Si 6.85 45.014 17.929 -0.035 -0.033 0.001
Si 9.51 47.624 18.007 0.003 0.022 0.001
Si 6.823 50.352 17.731 0.031 -0.018 0.02
Si 9.457 53.073 17.888 -0.021 -0.013 0.03
Si 6.855 55.781 17.927 -0.008 -0.056 -0.008
Si 9.482 58.551 17.873 0.017 0.015 -0.016
Si 6.635 61.362 17.718 0 0.022 -0.009
Si 9.455 64.126 17.646 -0.009 0.03 0.004
Si 12.257 1.338 17.641 0.023 -0.021 0.014
Si 15.036 4.24 17.572 0.004 0.027 0.008
Si 12.367 6.826 17.629 0.014 -0.019 -0.005
Si 14.966 9.617 17.607 -0.013 0 -0.022
Si 12.329 12.223 17.725 0.013 -0.028 -0.013
Si 14.932 14.953 17.858 -0.001 -0.002 0.005
Si 12.266 17.715 17.802 -0.011 -0.028 -0.003
Si 15.063 20.475 17.58 0.022 0.007 0.005
Si 12.396 23.11 17.468 0.016 -0.037 -0.005
Si 14.964 25.861 17.622 -0.021 -0.007 0.016
Si 12.104 28.46 17.696 0.014 0.044 0.013
Si 14.928 31.235 17.473 -0.01 0.021 -0.028
Si 12.206 33.926 17.752 0.026 -0.006 -0.025
Si 14.932 36.557 17.806 0.037 0.074 0.026
Si 12.225 39.286 17.748 -0.029 -0.045 0.005
Si 14.991 42.03 17.777 0.003 0.007 -0.007
Si 12.348 44.835 17.717 0.001 -0.046 0.025
Si 15.044 47.547 17.771 0.017 0.007 -0.005
Si 12.232 50.347 18.015 0 0 0.008
Si 14.951 53.117 17.838 0.004 0.033 -0.02
Si 12.248 55.863 17.721 0.021 0.023 -0.004
Si 14.98 58.69 17.794 -0.058 0.028 0.032
Si 12.209 61.289 17.803 0.027 -0.001 -0.004
Si 14.945 63.996 17.869 0.004 0.013 0.012
Si -0.079 2.755 18.87 -0.042 0.009 -0.043
Si 2.731 0.238 19.224 0.06 0.048 -0.003
Si -0.051 8.238 18.944 -0.005 0.028 0.016
Si 2.505 5.443 19.168 -0.199 -0.292 -0.529
Si 0.142 13.687 19.21 0.013 0.029 0.024
Si 2.772 11.073 18.917 0.022 0.035 0.038
Si 0.048 19.29 19.107 0.445 0.155 -0.288
Si 2.758 16.434 19.095 0.016 -0.008 0.051
Si 0.084 24.469 18.867 0.022 -0.006 0.067
Si 2.824 21.78 18.776 -0.031 -0.011 0.009
Si -0.052 29.926 18.852 0.017 0.028 0.036
Si 2.678 27.042 18.738 0.011 -0.014 0.032
Si 0.094 35.106 19.007 -0.042 -0.01 -0.016
Si 2.677 32.511 18.815 -0.038 -0.025 -0.008
Si 0.164 40.636 18.951 -0.031 -0.055 0.041
Si 2.736 38.066 18.826 0.006 -0.019 0.038
Si 0.07 46.152 19.148 0.016 0.012 0.061
Si 2.677 43.41 19.023 -0.05 0.037 -0.011
Si 0.149 51.68 18.924 0.022 0.015 0.053
Si 2.628 48.878 18.97 -0.039 -0.033 0.051
Si -0.039 57.27 19.131 0.005 -0.004 0.026
Si 2.735 54.358 19.091 -0.013 -0.011 0.061
Si 0.115 62.725 19.192 0.002 -0.035 0.077
Si 2.701 60.006 19.205 -0.021 0.008 0.005
Si 5.232 2.871 19.31 -0.326 -0.295 -0.468
Si 8.196 0.144 19.135 0.028 -0.004 0.05
Si 5.299 8.344 19.125 -0.049 -0.041 0.027
Si 8.233 5.594 19.309 -0.054 0.009 0.048
Si 5.431 13.546 18.864 -0.012 -0.012 0.047
Si 8.164 10.888 19.037 -0.046 -0.001 -0.007
Si 5.591 19.146 19.092 0.013 0.021 0.033
Si 8.107 16.226 18.831 -0.272 -0.286 -0.379
Si 5.464 24.429 18.927 -0.022 -0.002 0.023
Si 8.414 21.838 18.945 0.013 0.056 0.057
Si 5.317 29.765 18.892 -0.173 -0.294 -0.419
Si 8.123 27.102 19.093 -0.03 -0.028 0.06
Si 5.43 35.263 18.589 -0.024 0.086 0.059
Si 7.989 32.713 18.828 -0.006 -0.021 0.023
Si 5.225 40.812 19.07 -0.208 -0.39 -0.369
Si 8.06 38.167 18.89 0.037 -0.056 0.033
Si 5.355 46.427 19.082 0.01 0.037 0.049
Si 8.187 43.868 19.571 0.29 0.504 -0.26
Si 5.376 51.784 18.863 0.021 0.049 0.048
Si 8.026 49.064 19.319 0.012 -0.016 0.037
Si 5.454 57.175 19.212 -0.017 -0.007 0.045
Si 8.159 54.368 19.416 0.007 0.008 0.004
Si 5.412 62.773 19.19 -0.007 -0.005 -0.001
Si 7.955 59.965 19.023 0.022 0.009 0.016
Si 11.006 2.743 19.017 0.038 0.01 0.047
Si 13.466 -0.041 19.182 -0.042 0.004 0.033
Si 11.149 8.239 19.008 0.019 0.049 0.009
Si 13.718 5.495 19.049 -0.023 0.001 0.043
Si 10.796 13.583 18.845 -0.051 -0.065 0.058
Si 13.758 10.928 19.151 0.006 0.027 0.033
Si 11.011 19.242 19.13 -0.054 0.064 0.063
Si 13.396 16.205 19.245 0.02 -0.03 0.054
Si 11.058 24.387 18.868 0.022 -0.005 0.026
Si 13.737 21.84 18.938 -0.051 0.035 0.074
Si 10.713 29.843 19.103 0.013 -0.001 0.048
Si 13.51 27.124 19.077 0.002 -0.023 -0.023
Si 10.696 35.294 19.024 -0.038 -0.069 0.014
Si 13.683 32.518 19.006 0.026 0.036 0.064
Si 10.906 40.589 19.213 0.01 0.087 0.016
Si 13.405 37.838 19.183 -0.188 -0.355 -0.387
Si 11.106 46.22 19.155 -0.013 0.077 0.028
Si 13.671 43.432 19.123 -0.014 0.023 0.061
Si 10.784 51.775 19.344 0.039 0.024 0.031
Si 13.755 48.9 19.193 0.008 0.009 0.009
Si 12.546 58.235 20.471 -0.229 0.018 -0.687
Si 13.514 54.493 19.154 0.005 -0.019 0.021
Si 10.755 62.712 18.968 0.003 -0.008 0.043
Si 13.541 59.952 19.235 -0.132 -0.299 -0.4
Si 1.435 3.705 20.357 0.299 -0.214 -0.388
Si 3.35 2.131 20.557 -0.202 0.036 -0.59
Si 1.325 9.719 20.084 -0.033 -0.034 -0.604
Si 3.652 7.823 20.777 0.256 0.117 -0.611
Si 1.131 15.464 20.535 0.334 -0.435 -0.617
Si 4.343 12.114 20.343 -0.293 0.177 -0.733
Si 1.823 20.326 20.274 -0.294 0.032 -0.712
Si 3.955 18.015 20.375 0.206 -0.176 -0.751
Si 1.65 25.567 20.191 -0.237 0.12 -0.755
Si 3.849 23.316 20.184 0.219 -0.153 -0.675
Si 1 31.548 20.197 -0.184 0.271 -0.459
Si 4.171 28.145 20.055 -0.006 0.069 -0.651
Si 1.371 36.737 20.125 0.038 -0.21 -0.678
Si 4.389 33.651 19.903 0.235 -0.176 -0.514
Si 1.887 41.534 20.247 0.267 -0.141 -0.496
Si 3.543 39.736 20.285 -0.172 0.265 -0.534
Si 1.717 47.252 20.453 -0.197 0.132 -0.741
Si 3.87 45.037 20.197 0.045 -0.028 -0.598
Si 1.773 52.6 20.348 -0.014 0.113 -0.664
Si 3.968 50.406 20.056 -0.058 -0.003 -0.394
Si 1.135 58.79 20.491 0.224 -0.069 -0.703
Si 4.274 55.511 20.399 -0.065 0.207 -0.706
Si 1.606 63.986 20.485 -0.105 0.011 -0.631
Si 3.764 61.694 20.496 0.088 -0.111 -0.629
Si 6.937 4.799 21.178 0.206 0.256 -0.55
Si 9.863 1.257 20.407 -0.133 0.083 -0.756
Si 6.522 9.87 20.363 0.215 -0.19 -0.643
Si 9.968 6.796 20.36 0.047 -0.26 -0.592
Si 7.018 14.635 20.114 -0.069 0.04 -0.687
Si 9.274 12.53 20.246 0.033 -0.247 -0.647
Si 7.211 20.442 20.317 -0.216 -0.031 -0.731
Si 9.477 18.39 20.678 0.417 0.347 -0.472
Si 6.429 25.991 20.353 0.241 -0.094 -0.644
Si 10.254 22.667 20.214 0.113 -0.284 -0.544
Si 6.223 32.227 20.286 0.014 0.473 -0.597
Si 9.145 28.644 20.54 0.093 -0.004 -0.698
Si 7.109 36.247 19.852 0.345 -0.117 -0.686
Si 8.774 34.499 20.106 -0.014 0.201 -0.606
Si 5.936 43.039 21.28 -0.217 0.033 -0.131
Si 9.12 39.611 20.538 0.231 0.009 -0.592
Si 6.155 48.163 20.516 0.15 -0.123 -0.632
Si 10.336 44.416 20.41 0.047 -0.239 -0.645
Si 6.335 53.161 20.487 0.401 -0.068 -0.689
Si 9.397 50.398 20.742 -0.131 0.169 -0.721
Si 6.738 58.645 20.533 -0.507 0.301 -0.177
Si 10.02 55.419 20.546 0.072 -0.293 -0.516
Si 7.134 63.83 20.43 -0.136 0.069 -0.713
Si 9.18 61.525 20.197 -0.007 -0.027 -0.694
Si 12.87 3.593 20.179 0.113 -0.112 -0.691
Si 14.524 1.815 20.118 -0.255 0.139 -0.526
Si 12.612 9.368 20.501 -0.124 0.163 -0.628
Si 14.807 7.124 20.401 0.043 -0.122 -0.732
Si 11.872 14.777 20.476 0.258 0.281 -0.654
Si 15.518 11.91 20.434 -0.132 0.156 -0.766
Si 12.049 21.005 20.306 -0.259 0.1 -0.547
Si 14.823 17.322 20.705 -0.483 -0.24 -0.285
Si 12.567 25.346 20.396 -0.209 0.34 -0.644
Si 14.986 23.324 20.269 0.167 -0.228 -0.692
Si 12.458 30.927 20.255 -0.101 0.136 -0.719
Si 14.717 28.78 20.18 0.049 -0.056 -0.679
Si 12.083 36.386 20.524 -0.085 0.222 -0.601
Si 15.565 33.3 20.29 0.196 -0.157 -0.596
Si 11.887 42.47 20.305 -0.259 0.158 -0.629
Si 15.712 39.114 20.547 0.278 0.378 -0.607
Si 12.779 47.219 20.495 -0.164 0.168 -0.799
Si 14.926 44.916 20.495 0.195 -0.184 -0.677
Si 11.74 53.624 20.498 -0.251 0.196 -0.431
Si 15.12 50.451 20.3 0.109 -0.307 -0.626
Si 10.9 57.126 19.172 -0.009 -0.015 0.015
Si 14.753 56.051 20.406 0.039 -0.152 -0.629
Si 11.783 64.124 20.504 0.272 -0.048 -0.655
Si 15.656 61.34 20.904 0.093 0.355 -0.516
Si 10.936 -0.714 25.381 0.033 -0.003 0.081
Si 3.764 -9.507 29.837 -0.09 0.006 0.106
Si -11.139 19.948 24.637 -0.028 0.105 0.01
Si -6.936 17.79 29.654 0.105 -0.053 0.072
Si -0.897 21.103 24.919 -0.145 0.07 -0.102
Si -9.175 13.071 24.631 0.015 -0.052 -0.024
Si 5.013 22.801 25.097 0.042 -0.017 -0.032
Si -6.303 28.41 23.373 -0.056 -0.078 -0.122
Si -3.225 38.705 24.398 -0.089 0.025 -0.028
Si -2.419 29.055 29.173 -0.033 -0.054 0
Si -1.268 36.544 24.478 0.083 0.005 -0.052
Si 0.667 40.617 22.811 0.155 0.022 -0.224
Si -5.272 42.731 26.991 -0.08 0.106 0.093
Si -7.11 56.69 27.863 -0.029 -0.051 0.038
Si -2.694 52.193 22.191 -0.15 0.153 0.027
Si 5.239 59.561 22.137 0.294 -0.18 -0.6
Si 2.354 13.532 25.371 -0.032 -0.023 -0.17
Si -10.336 -5.652 25.063 -0.076 -0.002 -0.034
Si -5.17 14.401 27.006 -0.053 -0.018 0.09
Si -1.673 16.39 23.489 -0.136 0.043 -0.014
Si 8.442 15.075 28.705 0.119 -0.165 -0.036
Si 10.655 10.848 22.522 0.083 -0.068 -0.153
Si 14.246 14.201 27.636 -0.118 0.035 0.13
Si -5.443 36.864 23.394 -0.022 0.12 -0.284
Si -13.953 6.094 24.523 -0.013 -0.031 -0.074
Si 6.121 48.333 23.421 0.034 -0.006 0.067
Si -3.568 39.317 29.858 -0.203 0.041 0.188
Si 29.191 29.57 24.14 -0.037 0.029 -0.006
Si -2.584 54.827 26.665 -0.001 0.035 0.013
Si 1.178 48.558 29.782 -0.046 -0.077 0.136
Si -4.634 53.074 30.381 -0.07 0.036 0.016
Si 5.409 62.6 25.244 -0.063 -0.065 -0.01
Si 12.021 -13.186 26.636 0.178 0.031 0.061
Si 12.311 -6.125 29.985 -0.123 0.03 0.111
Si -4.712 -1.145 29.798 0.055 -0.078 0.186
Si -0.357 0.313 22.408 0.064 -0.116 -0.107
Si 9.115 3.252 22.816 0.122 -0.044 -0.242
Si 12.335 9.557 29.467 -0.062 0.049 0.062
Si 8.083 6.506 27.448 -0.018 -0.016 0.064
Si 9.726 22.698 29.268 -0.149 0.072 0.056
Si 17.659 15.907 23.621 -0.016 -0.024 -0.154
Si 6.097 46.65 25.892 0.09 0.037 -0.106
Si 9.943 12.109 25.087 -0.144 0.048 0.05
Si 17.036 40.01 29.587 -0.013 -0.023 0.049
Si 28.082 39.785 26.997 0.075 -0.042 -0.045
Si 31.053 61.034 30.146 -0.035 -0.048 -0.077
Si 12.367 41.171 23.149 -0.067 0.142 -0.08
Si 16.739 51.717 26.811 0.078 0.046 -0.008
Si -0.625 47.638 27.685 -0.104 -0.036 0.021
Si 1.219 66.557 24.924 0.021 0.044 -0.098
Si -4.262 62.494 23.294 -0.139 0.002 -0.222
Si 16.786 84.528 26.736 0.068 0.056 0.123
Si 9.058 1.278 27.819 0.19 0.035 0.026
Si 12.091 16.765 25.071 -0.03 0.041 0.019
Si -12.893 9.473 28.685 -0.046 0.096 0.025
Si 2.262 24.211 24.296 0.058 0.005 -0.123
Si -2.885 36.596 29.212 -0.096 0.042 -0.004
Si -2.512 34.552 22.366 0.163 -0.093 -0.131
Si -9.943 26.439 29.503 -0.099 0.013 0.031
Si -12.858 34.858 26.231 0.155 -0.091 0.027
Si 10.713 34.886 25.392 -0.042 0.045 -0.055
Si 15.764 35.898 27.334 0.092 0.129 -0.027
Si 6.394 43.611 26.192 -0.113 0.07 -0.07
Si 27.375 48.459 22.621 -0.043 0.058 -0.029
Si 4.001 54.61 27.238 -0.014 0.024 0.076
Si 2.525 51.199 29.014 0.011 0.093 -0.032
Si 14.153 68.078 28.894 0.009 -0.082 0.014
Si 2.968 57.325 22.527 0.081 0.057 -0.033
Si 4.76 -6.694 28.991 0.014 -0.041 0.105
Si -0.224 -1.742 28.947 -0.107 0.069 0.151
Si 14.198 10.395 27.169 0.119 0.032 0.052
Si 2.032 3.677 26.578 0.006 -0.093 -0.04
Si 22.654 -0.675 23.348 0.075 0.007 -0.049
Si 9.459 30.622 27.343 0.013 0.104 0.038
Si 5.358 16.122 22.426 -0.033 -0.011 -0.164
Si 8.006 18.801 25.514 -0.007 0.045 0.053
Si 17.461 31.022 27.039 0.048 -0.044 0.018
Si 4.171 26.456 24.777 -0.008 0.156 -0.042
Si 12.607 33.256 26.804 0.004 -0.039 0.223
Si -0.204 23.711 26.199 0.037 0.002 0.052
Si -0.203 54.002 22.399 -0.107 -0.055 -0.211
Si 12.632 46.281 25.064 -0.012 -0.032 0.123
Si -14.924 38.414 27.251 -0.062 0.09 -0.021
Si 8.14 46.724 28.23 0.063 0.011 0.092
Si 0.736 68.904 29.426 -0.05 -0.042 0.213
Si -9.737 74.266 28.634 0.034 0.136 0.019
Si 7.066 68.948 28.221 -0.114 -0.051 0.019
Si 8.65 1.014 24.748 0.083 -0.076 -0.07
Si 5.472 14.91 29.021 0.05 0.063 0.013
Si 20.503 12.101 29.674 0.003 0.02 -0.01
Si 8.937 -7.875 22.562 0.135 0.061 -0.107
Si 24.159 -8.061 25.394 0.046 0.022 0.024
Si 6.864 25.958 23.276 0.033 -0.051 -0.09
Si 9.64 50.739 30.131 0.05 0.014 0.193
Si -0.092 28.322 27.162 -0.057 -0.037 0.105
Si 20.815 32.684 29.328 -0.039 0.03 -0.059
Si 22.233 40.134 29.816 0 0.013 0.104
Si 25.424 43.594 24.903 -0.041 -0.044 -0.046
Si 2.084 43.489 27.35 -0.048 -0.047 -0.011
Si 4.837 42.37 23.968 0.012 -0.037 -0.102
Si 15.377 47.312 24.57 -0.024 -0.038 0.006
Si 24.022 61.941 29.398 0.048 -0.062 0.009
Si 3.288 59.119 26.386 0.131 -0.015 -0.032
Si 4.915 2.547 26.21 -0.031 0.117 -0.057
Si -2.891 5.36 27.378 -0.04 -0.059 -0.074
Si -4.113 -8.671 28.348 0.134 0.027 0.086
Si 2.84 17.961 25.283 -0.175 0.013 -0.081
Si -1.597 27.51 24.54 0.062 -0.144 -0.046
Si -4.258 26.501 29.851 -0.305 0.089 0.535
Si 4.994 24.827 27.226 -0.052 -0.013 0.087
Si -8.742 16.081 24.38 0.073 -0.064 -0.056
Si -25.282 29.086 22.848 -0.085 0.133 -0.089
Si -11.689 29.661 24.299 0.025 -0.201 -0.015
Si -7.998 28.903 29.547 0.105 0.034 0.212
Si 0.101 41.056 26.991 0.076 -0.062 0.025
Si 1.055 34.897 24.358 -0.04 -0.068 -0.169
Si 4.978 64.911 27.233 -0.178 -0.031 0.026
Si 0.551 49.176 22.654 0.023 -0.019 -0.207
Si 9.743 44.527 29.285 0.067 0.007 -0.021
Si 7.023 54.939 26.995 0.054 0.046 -0.004
Si -14.675 8.539 26.163 -0.031 0.035 0.043
Si 21.766 -1.54 29.8 0.032 -0.046 0.042
Si 8.438 8.694 22.32 -0.008 0.078 0.006
Si 23.623 7.716 24.802 0.008 0.174 0.088
Si 4.998 6.587 23.09 0.135 -0.094 -0.09
Si 23.957 10.576 26.211 0.029 -0.012 -0.068
Si 9.427 -1.631 27.957 0.065 0.038 0.005
Si 4.886 42.858 28.777 0.003 0.01 0.031
Si -5.551 47.947 27.059 -0.051 0.048 0.072
Si 16.126 44.531 23.385 -0.087 -0.028 -0.15
Si 3.599 47.47 24.761 0.105 -0.012 0.002
Si 3.447 39.593 23.401 -0.059 -0.01 -0.19
Si 1.689 31.663 29.921 0.069 -0.083 0.159
Si 20.43 66.839 23.638 0.011 0.182 -0.165
Si 3.234 35.324 22.249 0.17 -0.01 -0.068
Si -2.843 44.388 27.34 -0.059 0.102 0.108
Si 10.285 33.322 28.783 0.079 0.056 -0.006
Si 13.893 13.498 22.502 -0.068 0.067 -0.127
Si 0.663 22.259 22.493 -0.07 0.076 -0.05
Si 21.781 21.834 22.445 0.009 0.01 -0.018
Si 15.038 7.547 26.378 0.069 0.004 -0.097
Si -2.631 25.377 26.265 0.005 -0.004 0.172
Si 12.03 32.097 23.049 -0.028 0.025 -0.072
Si 6.089 37.595 28.116 0.019 -0.066 0.034
Si 10.823 19.626 25.215 0.035 -0.061 -0.035
Si 2.353 56.481 25.544 -0.005 -0.134 -0.141
Si 15.905 25.697 28.197 0.016 -0.028 0.031
Si 7.246 52.096 25.777 -0.074 0.076 0.028
Si 14.914 42.114 24.674 -0.035 -0.087 -0.267
Si 2.707 61.927 26.161 0.097 0.063 0.04
Si 16.37 54.541 25.341 -0.125 -0.033 0.012
Si -1.348 -2.271 23.389 0.097 0.026 -0.118
Si -5.536 -5.464 22.42 -0.025 -0.017 -0.016
Si -2.12 12.435 25.198 0.059 -0.067 -0.039
Si 0.01 16.473 28.257 0.001 -0.057 0.036
Si 1.382 20.812 29.356 0.015 -0.036 0.081
Si -5.154 24.037 22.686 -0.023 -0.038 -0.247
Si 10.798 37.051 27.601 0.063 -0.038 0.085
Si -20.04 21.4 23.345 0.093 -0.039 -0.129
Si 10.884 24.985 27.397 0.1 0.023 0.075
Si 0.317 27.422 22.349 0.061 0.017 -0.103
Si -0.337 44.748 28.808 0.016 0.033 0.167
Si 4.101 31.897 26.409 0.037 0.036 -0.052
Si -3.683 50.352 24.414 0.043 0.031 -0.008
Si 9.594 50.745 27.18 0.063 0.052 0.058
Si -14.154 50.041 24.898 0.125 0.108 -0.054
Si -2.397 5.537 24.465 0.012 -0.009 -0.027
Si 20.524 -13.665 26.543 0.019 -0.033 0.033
Si 16.293 5.359 22.629 0.005 -0.101 -0.124
Si 15.59 12.952 30.135 0.171 -0.005 0.105
Si 3.574 23.068 29.463 0.043 -0.064 0.109
Si 7.588 33.573 22.674 0.073 0.168 -0.211
Si 4.04 35.494 29.157 0.055 0.089 0.032
Si -4.091 30.23 26.914 0.093 0.045 0.094
Si 25.857 25.638 24.749 -0.089 0.02 -0.122
Si 10.216 16.371 22.633 -0.118 0.073 -0.004
Si 25.693 32.355 24.832 0.088 -0.027 -0.041
Si 7.661 58.798 29.44 -0.05 -0.134 0.074
Si 44.833 66.152 27.627 -0.164 0.035 0.02
Si 10.268 45.725 23.325 -0.026 0.081 -0.049
Si 2.925 80.972 27.4 -0.181 -0.018 0.02
Si 14.013 54.546 29.404 0.119 0.102 0.208
Si 11.597 4.989 22.527 -0.04 0.078 -0.042
Si 7.239 -14.03 22.832 -0.023 -0.102 -0.077
Si -5.311 6.959 28.539 0.1 -0.088 0.149
Si 4.451 13.377 23.175 0.106 -0.014 0.015
Si 19.251 -1.9 28.508 0.03 0.004 -0.021
Si 0.363 11.222 25.869 -0.14 -0.049 0.031
Si 8.289 38.365 23.229 -0.213 0.025 -0.093
Si 8.522 35.803 28.871 -0.135 0.029 -0.026
Si 9.464 20.069 27.76 -0.036 0.066 -0.057
Si 9.192 41.115 23.126 0.024 -0.1 -0.121
Si 2.402 29.657 22.282 -0.092 0.039 -0.187
Si 22.429 36.282 22.791 -0.015 -0.043 -0.039
Si 20.519 37.708 25.815 -0.095 0.077 -0.025
Si 12.078 46.512 29.23 0.037 0.041 0.069
Si 14.081 50.132 27.032 -0.011 -0.083 0.013
Si 15.751 33.306 26.238 0.011 0.08 -0.076
Si 16.53 63.87 26.053 -0.118 -0.038 -0.032
Si 18.985 44.537 24.419 -0.085 -0.002 0.073
O -7.123 10.987 26.047 0.333 -0.048 0.499
O 12.095 4.276 31.186 -0.122 -0.156 -0.221
O 9.779 -9.154 22.005 0.326 0.096 0.413
O -9.708 5.665 31.39 0.027 0.514 -0.511
O -2.744 2.346 30.364 0.239 -0.621 0.041
O -9.496 -18.481 27.299 -0.288 0.533 0.357
O -2.094 13.289 30.956 -0.103 0.117 -0.287
O -3.143 8.675 30.496 -0.178 0.163 -0.241
O -2.795 4.768 25.854 0.015 -0.644 0.009
O -10.246 -2.184 23.883 0.124 -0.343 -0.365
O -1.342 15.628 27.899 -0.233 0.447 0.145
O -0.037 16.948 29.801 0.359 -0.063 -0.14
O 4.331 22.578 21.556 -0.087 0.249 0.307
O 7.252 9.264 25.312 -0.265 0.089 -0.213
O 0.206 21.451 30.292 -0.323 0.159 -0.074
O 8.728 23.524 30.257 -0.091 -0.021 -0.249
O -1.593 23.286 31.064 -0.059 0.116 -0.401
O -15.566 20.197 27.989 -0.325 0.149 0.167
O 10.141 12.01 21.524 0.288 0.099 0.221
O 0.301 36.321 24.099 0.469 0.521 -0.026
O -12.976 30.196 23.469 -0.147 0.441 0.244
O 1.438 27.765 30.466 0.147 -0.077 -0.262
O -9.718 32.601 21.825 -0.328 -0.371 0.488
O 3.5 23.299 24.804 -0.154 -0.376 0.293
O -12.024 28.093 24.712 -0.036 -0.131 0.366
O -0.293 25.839 29.79 -0.057 -0.406 -0.021
O -0.227 39.211 30.633 -0.477 -0.018 -0.184
O 5.283 31.885 30.456 0.16 -0.17 -0.22
O -4.22 31.493 31.268 0.065 -0.159 -0.247
O 5.964 43.443 27.724 0.303 0.025 0.254
O 5.648 42.453 25.354 0.207 -0.533 0.271
O -3.462 45.385 28.429 0.174 -0.028 0.18
O -2.939 40.515 30.728 0.718 0.126 -0.158
O -7.18 56.128 31.566 0.076 0.266 -0.69
O 1.286 51.785 28.162 -0.185 0.197 0.445
O 1.15 44.458 28.252 0.289 0.206 0.236
O 0.752 48.27 28.25 0.383 -0.035 -0.285
O 8.379 42.415 18.83 -0.514 -0.368 -0.041
O 4.565 47.162 26.027 -0.202 -0.177 0.611
O -1.11 43.678 24.419 -0.45 0.249 0.14
O 8.194 62.653 20.884 -0.065 -0.151 0.335
O 3.643 55.674 26.086 0.608 -0.046 -0.457
O 6.365 52.191 21.804 -0.578 -0.03 0.383
O -8.014 62.526 28.026 -0.266 -0.152 -0.539
O -3.216 55.922 29.507 -0.084 0.365 0.429
O 3.505 50.891 25.288 0.221 -0.043 -0.445
O -5.373 71.703 30.049 0.003 0.318 0.023
O 5.835 72.528 24.329 -0.142 0.049 0.132
O 3.191 -10.425 28.622 -0.482 -0.33 0.123
O 11.505 8.508 28.558 0.036 0.101 -0.568
O 6.127 3.337 26.926 -0.014 -0.032 -0.138
O 7.924 6.675 25.852 0.33 -0.5 -0.207
O 12.119 0.073 26.182 0.415 -0.188 -0.415
O -5.632 15.436 21.404 -0.392 0.097 -0.359
O 5.148 11.116 30.503 0.464 0.119 -0.464
O 4.853 2.628 24.574 0.358 0.631 -0.262
O -3.706 20.746 21.846 0.091 -0.522 0.092
O 4.197 18.741 24.948 0.287 -0.353 -0.227
O 9.486 12.28 31.119 0.07 0.045 -0.41
O 1.427 15.68 28.052 0.014 -0.429 0.065
O -5.725 20.367 26.647 0.443 0.445 0.191
O 8.835 15.9 23.341 0.134 -0.177 -0.256
O 8.25 7.648 23.512 0.028 -0.411 -0.087
O 2.946 24.129 30.497 0.013 -0.036 -0.162
O 2.129 19.623 30.183 -0.084 -0.095 -0.285
O 9.991 27.988 21.792 0.21 -0.565 0.038
O 5.695 23.766 26.204 0.526 -0.153 0.022
O 0.89 31.463 28.557 -0.313 -0.076 -0.046
O 5.098 27.193 30.123 -0.532 0.087 -0.152
O 2.828 25.749 24.125 -0.238 0.22 -0.258
O 9.975 27.125 24.326 0.071 0.187 0.185
O 2.363 30.241 30.315 0.235 0.193 -0.281
O -1.432 34.128 31.35 -0.11 -0.117 -0.257
O -0.398 44.219 30.348 -0.118 0.263 -0.12
O 16.013 46.077 23.773 0.392 0.161 -0.128
O -1.726 38.094 24.386 0.286 0.299 -0.006
O 20.81 36.105 22.971 -0.031 0.514 0.406
O 23.22 37.556 23.491 -0.323 0.333 0.526
O 18.327 34.963 25.645 -0.223 0.206 0.202
O 12.934 39.653 23.096 0.337 -0.098 -0.636
O 1.819 47.302 30.584 -0.152 0.1 -0.311
O 11.719 47.84 28.38 0.288 0.779 0.041
O 2.248 49.745 29.667 0.493 -0.088 0.324
O 2.627 56.42 30.812 -0.225 -0.31 0.071
O 0.639 39.607 26.439 0.143 -0.077 -0.704
O 15.677 63.982 27.434 -0.533 0.316 -0.101
O 7.99 47.213 32.178 -0.221 -0.258 0.022
O -1.547 54.92 25.435 -0.27 0.295 -0.31
O 15.55 46.313 28.629 -0.513 0.362 0.352
O 1.124 58.446 31.633 0.068 -0.149 -0.338
O 10.472 49.479 26.653 0.187 0.177 -0.242
O 8.87 58.009 28.735 0.48 0.379 -0.027
O -1.523 72.096 31.183 -0.292 0.217 -0.24
O 0.228 70.184 30.316 0.128 0.269 -0.305
O 10.794 -10.958 30.688 -0.107 0.272 -0.66
O 10.732 -0.107 30.636 -0.319 0.065 -0.146
O 11.994 6.032 27.641 -0.095 0.008 -0.026
O 8.118 -8.359 23.85 -0.177 -0.273 -0.01
O 15.777 10.87 27.191 0.335 -0.175 0.604
O 10.108 0.36 24.498 0.328 0.364 -0.6
O 15.165 -11.041 30.519 0.238 -0.197 -0.42
O 19.776 12.901 24.349 -0.086 -0.37 0.144
O 13.383 12.829 23.878 -0.277 -0.208 -0.113
O 10.797 13.194 25.959 0.356 -0.081 0.105
O -1.755 14.9 22.871 0.412 0.042 0.243
O 4.912 20.452 23.111 -0.474 -0.4 -0.323
O 5.665 15.728 30.43 0.327 0.037 -0.036
O 10.909 22.092 30.178 0.262 0.286 -0.369
O 16.367 34.386 27.301 0.316 -0.224 0.495
O 10.351 23.657 28.137 0.157 -0.279 -0.442
O -2.747 29.83 20.767 0.196 0.103 0.398
O 18.099 19.048 25.802 0.102 0.368 -0.134
O -0.046 31.782 26.244 -0.392 -0.011 -0.283
O 1.122 37.118 31.445 -0.133 -0.131 -0.207
O 11.796 42.467 31.496 -0.001 -0.149 -0.524
O 12.893 25.188 30.395 -0.237 0.034 -0.134
O 9.126 34.381 28.356 -0.36 -0.272 -0.248
O 16.344 24.209 27.733 0.434 -0.572 0.574
O 8.933 40.979 21.502 0.061 0.451 -0.133
O 9.652 33.71 25.666 -0.244 0.04 0.292
O 6.313 36.583 21.232 0.01 0.283 -0.119
O 4.075 50.475 31.632 0.034 -0.034 -0.254
O 9.594 43.798 30.719 -0.297 -0.123 0.107
O 5.039 49.368 20.825 0.088 0.103 0.488
O 25.478 45.103 24.316 -0.581 0.54 0.002
O 13.434 45.207 25.958 0.502 0.059 -0.106
O 7.405 58.075 30.873 -0.203 -0.054 -0.051
O 8.405 51.301 31.001 -0.05 0.045 -0.106
O 5.779 51.631 26.276 0.014 -0.19 0.008
O -1.857 50.748 31.637 0.092 0.097 -0.438
O 11.342 61.044 23.387 -0.122 -0.147 0.58
O 12.676 53.616 26.535 -0.366 0.019 -0.206
O 22.391 61.177 25.683 0.221 0.115 0.569
O -1.835 48.746 27.793 -0.321 -0.06 0.317
O 12.54 63.325 30.796 -0.204 -0.196 -0.282
O -5.642 1.533 27.837 0.076 0.224 0.102
O -7.364 1.561 31.519 -0.066 -0.049 -0.205
O -4.214 -7.082 28.681 -0.166 0.189 -0.42
O 7.861 4.988 27.922 0.148 -0.142 0.07
O 3.754 5.751 23.726 0.193 -0.519 -0.079
O 16.623 7.762 26.569 0.16 -0.34 0.579
O -0.705 6.468 21.646 -0.151 0.083 0.264
O 1.5 21.244 21.572 0.499 0.117 0.131
O -2.59 4.261 28.506 -0.149 0.15 0.334
O 9.35 19.187 24.688 -0.081 -0.044 -0.703
O -8.153 2.454 28.517 0.124 -0.071 0.61
O -7.576 29.391 23.682 0.14 0.653 0.476
O -3.366 35.656 30.433 -0.431 -0.309 -0.283
O 4.962 21.251 25.596 -0.226 0.031 0.708
O -6.585 25.471 26.347 -0.452 -0.179 0.022
O 12.589 39.869 28.364 0.43 0.471 -0.073
O -3.74 14.145 27.822 -0.037 -0.289 0.482
O 6.322 16.694 23.581 -0.145 0.808 0.329
O -10.913 25.816 23.967 -0.185 -0.613 -0.312
O 1.077 26.241 21.558 0.033 -0.107 0.452
O -4.536 25.311 21.858 -0.241 0.624 0.181
O -2.348 21.205 24.208 -0.004 -0.249 0.124
O 1.617 30.901 21.591 0.022 -0.087 0.262
O 2.383 36.351 21.343 0.042 0.235 0.186
O -2.625 49.742 25.491 0.344 -0.288 -0.24
O -4.142 34.321 25.681 0.513 0.385 -0.239
O 6.811 34.888 23.227 -0.217 -0.177 0.643
O 2.845 38.077 26.628 0.011 -0.172 -0.209
O 2.484 44.286 26.007 0.149 0.485 -0.015
O 8.098 32.654 23.884 -0.278 -0.311 0.112
O 1.388 41.694 21.819 -0.071 0.227 0.376
O 3.398 43.12 28.211 -0.22 0.167 -0.046
O 3.847 43.625 23.86 0.183 0.128 -0.273
O 5.898 42.392 22.747 0.175 -0.194 0.05
O 0.55 37.052 27.323 0.357 -0.016 -0.156
O 2.974 46.103 24.188 -0.294 0.211 -0.119
O 6.598 49.883 23.31 -0.097 -0.053 0.404
O 27.023 35.326 23.838 -0.279 -0.397 -0.088
O 12.324 47.758 21.953 0.325 -0.185 0.255
O -2.719 62.285 23.669 -0.051 -0.57 0.536
O 0.145 59.951 21.073 0.01 -0.101 0.281
O 1.693 57.98 21.787 -0.231 0.116 0.315
O 2.532 56.814 23.98 -0.254 0.015 -0.156
O 0.869 65.315 25.873 0.064 0.004 0.578
O -8.34 60.373 29.595 0.272 0.286 0.31
O 0.683 69.523 21.75 0.212 -0.198 0.21
O 19.447 6.326 20.427 -0.173 -0.208 0.267
O 8.101 -9.809 28.073 -0.038 -0.484 0.679
O 6.617 -0.747 21.77 -0.174 0.472 -0.084
O 10.811 0.036 20.964 -0.215 -0.175 0.186
O 10.906 6.022 21.472 -0.139 -0.144 0.049
O 9.382 2.117 21.696 -0.028 -0.098 0.166
O 7.998 4.266 22.268 -0.139 0.475 0.39
O 9.048 7.91 21.083 0.021 0.194 -0.128
O 3.117 16.937 26.482 0.309 -0.028 0.396
O 8.347 14.344 30.153 -0.054 -0.186 -0.17
O 1.192 9.908 25.426 0.309 0.127 -0.361
O 1.1 24.2 25.411 0.083 0.097 0.208
O 10.114 17.897 22.086 0.506 0.34 0.467
O 13.427 1.839 27.755 0.426 0.282 -0.483
O 3.861 17.79 31.038 0.128 -0.134 -0.487
O 3.374 28.902 21.247 -0.09 -0.149 0.046
O -5.127 26.098 28.532 -0.567 0.261 0.034
O 6.678 21.448 21.485 0.52 0.122 0.012
O -3.16 35.302 21.084 -0.026 -0.06 -0.178
O 12.745 33.53 22.973 0.069 -0.092 0.37
O 7.993 25.379 24.281 -0.172 -0.529 0.362
O 13.99 28.58 23.583 0.156 0.172 -0.423
O 11.578 47.174 25.899 -0.267 -0.02 -0.181
O 14.144 38.821 20.292 -0.257 0.436 0.49
O 2.541 31.519 26.482 -0.049 0.108 -0.068
O 8.316 39.897 23.79 -0.34 -0.067 0.336
O 1.82 39.666 23.446 -0.331 -0.265 0.138
O 5.783 30.669 20.195 0.202 -0.224 0.42
O 8.755 38.459 21.664 0.084 -0.379 -0.246
O -0.139 33.835 24.735 -0.157 -0.286 -0.266
O 1.697 50.111 23.342 0.227 0.481 -0.518
O 5.519 38.082 26.666 0.341 0.212 -0.114
O 13.832 46.047 20.934 -0.123 -0.118 0.425
O 11.765 45.538 23.926 0.283 -0.348 -0.01
O 4.509 48.218 23.63 -0.321 0.137 -0.579
O 4.822 54.959 30.693 -0.071 -0.055 -0.546
O 5.176 43.655 30.154 0.111 -0.409 -0.018
O 0.19 66.456 23.686 -0.327 0.255 0.007
O 12.868 58.245 31.152 0.058 -0.226 0.036
O 3.828 63.523 29.838 -0.225 -0.283 0.55
O 14.142 60.934 20.448 -0.342 0.028 0.106
O 8.564 67.817 24.113 -0.034 0.225 0.545
O 4.976 65.499 23.555 -0.239 -0.196 0.105
O 6.817 56.096 25.878 -0.353 0.126 -0.116
O 6.312 58.748 28.559 -0.066 0.193 -0.734
O 12.55 3.95 21.743 0.252 -0.501 0.376
O 15.181 18.809 20.163 -0.47 0.218 -0.054
O 20.135 -2.912 25.071 -0.227 0.121 -0.478
O 15.271 1.452 21.53 -0.041 0.375 0.427
O 13.694 8.207 20.978 -0.039 -0.252 0.214
O 8.131 13.6 20.75 0.104 0.207 0.55
O 19.053 1.107 24.365 -0.017 -0.154 0.285
O 17.73 4.038 28.023 -0.249 0.516 -0.224
O 19.122 24.481 20.636 0.067 0.11 0.368
O 8.175 19.41 27.012 -0.447 -0.257 0.401
O 12.562 5.729 23.603 0.066 0.62 -0.014
O 16.62 10.752 20.861 -0.199 -0.246 0.398
O 8.68 16.667 28.763 -0.275 0.215 -0.471
O 12.706 13.751 21.445 -0.165 -0.649 0.143
O 23.293 7.477 28.066 -0.438 -0.234 0.147
O 14.299 17.399 22.254 -0.198 0.461 0.256
O 6.875 25.294 21.782 0.209 -0.493 0.099
O 16.512 21.375 23.749 0.154 -0.477 0.152
O 13.688 16.613 24.769 0.201 0.257 0.271
O 16.333 17.767 27.303 -0.032 -0.263 -0.169
O 11.713 31.599 21.543 -0.74 0.025 0.198
O 4.881 36.848 28.92 -0.074 0.243 0.174
O 15.461 28.249 25.765 0.058 0.459 -0.03
O 1.344 28.57 22.851 -0.054 0.117 0.623
O 9.768 36.838 28.828 0.127 0.259 0.337
O 12.076 37.477 24.289 0.092 -0.102 0.429
O 15.857 26.79 23.616 -0.048 -0.385 -0.155
O 10.191 44.873 21.971 -0.12 -0.306 0.293
O 12.469 42.001 21.776 0.354 0.221 0.122
O 10.526 43.325 25.59 0.455 0.082 -0.231
O 15.132 41.594 26.195 -0.642 0.02 0.187
O 20.232 39.322 21.855 0.161 -0.475 0.006
O 21.074 44.136 21.247 -0.147 -0.152 0.383
O 12.327 53.127 21.979 -0.236 -0.104 0.652
O 14.508 56.211 31.898 0.102 0.391 -0.097
O 17.675 44.125 23.57 0.04 -0.314 0.009
O 15.629 44.304 21.847 -0.066 -0.416 -0.057
O 10.682 56.144 28.263 -0.073 -0.594 0.248
O 22.468 59.819 23.458 0.562 0.217 -0.131
O 15.597 55.297 21.587 0.177 -0.036 -0.068
O 9.948 63.888 26.443 -0.365 -0.135 -0.302
O 11.463 63.486 24.392 0.143 -0.266 0.122
O 24.246 57.867 21.387 -0.049 -0.044 -0.09
O 22.172 64.505 31.18 0.4 -0.279 0.184
O 5.909 5.723 22.047 -0.319 0.241 -0.062
O 3.289 -3.237 27.672 0.376 -0.169 0.091
O 7.044 9.323 21.816 -0.193 0.086 0.433
O 1.435 12.405 26.064 -0.043 -0.101 0.459
O 2.367 17.097 23.993 0.218 0.132 -0.416
O -17.481 15.933 31.947 0.071 -0.179 -0.164
O -0.613 22.785 21.631 -0.368 0.068 0.41
O -8.063 19.419 21.033 -0.257 0.277 0.445
O 9.774 14.518 27.9 -0.024 -0.243 0.14
O -9.517 11.935 25.765 -0.343 0.048 0.409
O -14.765 15.333 22.112 0.249 -0.115 0.113
O 5.061 13.343 29.164 0.456 -0.255 -0.188
O 6.89 25.369 30.599 -0.252 0.226 -0.195
O -1.193 33.775 21.819 0.222 -0.129 0.665
O 8.861 17.062 20.016 0.221 -0.214 0.094
O 8.981 31.207 25.909 -0.363 -0.277 -0.249
O -11.389 39.314 30.86 -0.536 0.192 -0.186
O 6.528 38.97 28.863 0.583 0.154 0.046
O -7.583 42.544 23.715 -0.219 0.225 -0.387
O 3.281 42.265 32.09 0.026 0.034 -0.456
O -14.23 34.594 23.165 -0.162 -0.385 -0.192
O 4.008 41.005 23.921 -0.029 0.117 0.357
O 0.96 53.194 21.628 0.311 -0.041 0.513
O -12.534 51.047 28.005 0.552 -0.356 0.292
O -2.904 50.914 23.129 0.019 -0.172 0.08
O 8.299 50.98 26.268 -0.113 -0.637 -0.349
O -4.299 63.201 21.83 0.328 -0.434 -0.008
O 7.389 52.182 24.17 0.234 0.624 -0.072
O 2.296 57.871 26.335 -0.376 -0.128 0.349
O 8.383 45.185 28.707 -0.557 -0.514 0.068
O 3.869 1.144 31.282 0.326 0.223 -0.366
O 15.812 -0.67 30.159 -0.634 0.433 -0.43
O 1.358 -2.564 26.098 -0.074 -0.193 -0.148
O 4.389 15 23.079 -0.19 0.188 0.074
O 2.381 8.836 20.992 -0.106 -0.104 0.488
O -1.363 12.501 21.845 0.075 -0.057 0.279
O 2.151 5.025 25.708 -0.355 0.198 0.324
O 1.449 14.632 24.605 -0.555 -0.027 0.022
O 2.856 19.158 20.796 -0.039 0.016 0.214
O 10.522 17.045 30.539 0.22 -0.038 -0.075
O 12.107 15.008 31.265 0.001 0.082 -0.334
O -4.835 15.798 26.23 -0.339 0.337 0.226
O 5.858 22.802 23.692 0.633 0.477 -0.141
O -4.579 18.309 25.409 0.256 -0.057 0.285
O -1.565 24.363 25.613 -0.311 -0.231 -0.349
O 2.903 32.707 29.709 -0.077 0.709 -0.19
O 3.016 35.653 30.392 -0.259 -0.393 -0.111
O 13.123 31.096 23.707 0.563 0.058 -0.131
O 8.813 34.07 21.712 0.299 -0.173 0.5
O 10.659 32.075 23.898 0.05 -0.253 -0.19
O 12.764 39.53 25.753 0.152 0.021 0.013
O 12.629 43.044 27.171 0.423 -0.312 -0.124
O 4.054 38.465 24.39 0.143 -0.13 -0.102
O 0.992 50.602 25.814 -0.327 -0.469 -0.094
O -5.634 45.79 29.647 -0.061 0.223 0.219
O -6.036 43.442 28.228 -0.22 -0.335 -0.036
O 2.909 51.473 20.817 -0.083 -0.154 0.49
O -5.365 59.919 30.601 -0.093 0.295 -0.537
O -2.937 60.332 29.541 -0.101 0.033 -0.672
O 8.633 51.079 22.024 0.057 0.486 0.11
O 17.436 67.935 25.77 -0.379 0.069 0.126
O 18.203 2.764 30.285 0.145 0.125 -0.198
O 33 -12.175 26.098 -0.004 -0.069 -0.111
O 21.481 0.99 26.526 0.066 -0.221 -0.258
O -5.674 -2.093 28.914 -0.075 -0.796 -0.13
O 21.905 -10.682 27.631 0.021 0.188 0.592
O 9.556 6.957 27.892 -0.036 0.133 0.141
O 35.064 -4.953 25.919 -0.506 -0.084 -0.602
O 10.424 4.115 23.219 -0.171 -0.059 0.826
O 7.361 9.035 30.059 0.114 0.348 -0.378
O 4.53 17.323 21.741 -0.122 0.481 0.38
O 9.718 5.044 31.961 -0.445 0.251 -0.106
O 20.129 2.028 22.14 0.079 0.055 0.264
O 5.314 7.117 33.252 -0.252 -0.182 -0.304
O 3.502 11.108 28.568 -0.383 0.363 -0.615
O 2.964 12.679 30.577 0.261 -0.17 0.018
O 5.647 -1.594 26.361 0.639 0.086 -0.086
O 10.083 23.262 21.752 -0.719 -0.188 0.193
O 11.456 20.668 24.178 -0.27 0.04 0.009
O 14.374 25.91 27.659 -0.579 0.232 0.328
O 5.018 34.219 29.41 0.445 0.019 0.334
O 6.029 29.764 23.422 0.157 0.622 -0.146
O 22.179 41.871 20.168 0.133 -0.164 -0.032
O 27.596 36.998 21.818 -0.469 0.414 0.019
O 17.96 38.973 28.757 0.653 -0.083 0.121
O 11.37 38.731 30.486 -0.354 -0.419 -0.328
O 7.952 47.658 29.542 0.367 0.573 -0.09
O 13.771 47.226 24.431 -0.294 0.204 -0.441
O 16.114 41.355 23.907 0.102 -0.128 0.224
O 2.43 48.474 25.222 -0.531 -0.169 0.175
O 5.991 78.254 23.498 -0.003 -0.423 -0.164
O 12.944 56.224 26.944 -0.323 0.232 -0.404
O 14.828 64.529 22.714 -0.232 0.262 -0.157
O 22.459 62.355 29.501 -0.433 -0.294 -0.025
O 15.84 47.254 26.124 0.193 -0.414 0.055
O 12.033 59.046 21.789 0.323 -0.005 0.392
O 15.336 62.187 29.214 -0.04 0.079 -0.265
O -0.556 2.657 29.023 0.143 -0.26 -0.28
O -9.138 14.651 25.054 0.085 0.091 0.442
O 6.596 20.512 31.125 0.242 -0.264 -0.55
O -1.854 18.363 31.042 0.045 0.213 -0.52
O -4.929 16.303 23.699 0.221 -0.561 -0.266
O -12.3 23.928 28.172 -0.464 -0.114 0.055
O -10.282 25.64 28.142 0.269 0.029 -0.308
O -2.748 26.541 25.149 -0.671 -0.003 -0.096
O -2.149 35.655 23.466 -0.204 0.196 0.135
O -3.267 30.089 28.274 0.273 0.382 0.213
O -0.712 19.707 25.716 -0.205 -0.145 -0.063
O 1.069 29.416 26.943 0.391 -0.123 -0.072
O -6.81 37.568 23.87 -0.085 0.139 0.394
O -0.521 22.148 26.102 0.078 -0.142 0.373
O 6.03 48.672 31.061 0.031 0.226 -0.489
O -1.514 36.014 28.621 0.041 -0.563 0.422
O 0.59 32.231 30.942 0.053 -0.261 -0.094
O 1.304 42.141 26.909 0.145 -0.067 -0.302
O -6.517 31.852 28.328 -0.091 -0.197 0.298
O 10.493 52.105 27.169 -0.286 0.556 0.081
O 10.701 38.568 27.085 -0.483 0.133 -0.242
O 6.775 47.521 24.681 0.463 -0.241 -0.117
O -2.961 41.892 24.214 -0.008 -0.017 0.33
O -1.459 53.052 22.749 0.002 -0.181 0.301
O -1.38 43.949 27.852 0.098 -0.351 -0.339
O 4.502 57.06 29.136 0.267 -0.176 -0.087
O 12.876 53.379 29.332 0.139 -0.149 -0.352
O 6.037 45.064 25.563 -0.235 -0.256 -0.679
O 20.152 59.297 27.887 -0.072 0.46 0.236
O 15.778 62.099 22.343 0.208 -0.298 0.452
O 7.198 58.745 25.595 0.332 0.266 0.554
O -0.332 11.391 30.404 -0.38 -0.097 -0.497
O 17.209 -0.507 21.707 0.289 -0.066 0.408
O 1.277 -1.785 31.609 0.009 0.037 -0.133
O 7.532 0.042 24.125 -0.093 -0.185 0.144
O 9.929 -4.683 21.321 0.066 -0.226 -0.095
O 13.415 11.383 26.141 -0.768 -0.002 0.153
O 7.92 17.174 25.531 0.337 -0.054 0.607
O 3.121 14.274 26.575 0.406 -0.13 0.504
O 4.974 8.944 28.678 0.061 -0.282 0.029
O -2.131 8.904 26.571 -0.426 0.004 -0.034
O 3.907 12.795 21.762 -0.594 0.342 -0.074
O 2.686 8.98 30.048 0.135 -0.456 -0.143
O 12.109 31.766 26.45 -0.273 0.128 -0.55
O -6.628 28.516 30.356 0.114 0.36 -0.129
O 8.448 29.632 28.105 -0.164 -0.088 -0.386
O 1.582 23.506 22.993 0.353 0.45 -0.47
O 6.183 46.097 30.558 -0.088 -0.294 -0.146
O 7.848 29.388 21.293 -0.173 0.621 -0.115
O 7.54 29.969 30.462 -0.288 0.386 -0.227
O 13.772 38.062 29.807 0.762 0.17 -0.047
O 4.732 31.953 27.905 0.468 -0.145 0.142
O 20.66 36.096 25.643 0.286 -0.254 -0.433
O 7.072 40.949 30.61 0.082 0.574 -0.445
O 10.325 49.436 30.794 0.17 -0.284 -0.482
O 7.99 43.446 26.064 0.305 -0.383 0.472
O 9.386 47.197 27.332 -0.139 0.07 -0.483
O 5.081 41.261 28.998 -0.07 -0.316 -0.487
O 2.682 52.16 30.331 0.044 0.411 -0.324
O 6.543 47.623 22.018 0.156 -0.348 0.043
O -0.156 49.027 30.579 -0.431 0.101 -0.362
O 4.142 58.43 22.524 0.103 0.189 0.358
O 10.78 51.855 29.946 0.378 0.159 -0.13
O 3.488 56.032 21.72 -0.029 -0.468 0.35
O 20.706 73.128 22.222 -0.072 0.592 0.308
O -1.624 54.54 27.952 0.68 -0.105 -0.128
O 1.381 63.431 28.895 0.117 -0.17 0.195
O 5.789 -4.583 32.131 0.22 0.212 -0.133
O 15.648 -1.965 24.814 0.037 -0.018 0.404
O 8.835 -0.198 28.466 -0.617 -0.178 0.297
O 11.905 10.057 21.829 0.049 0.216 0.295
O 14.513 13.759 26.094 0.29 0.278 -0.357
O 11.332 10.539 30.291 0.088 -0.045 -0.16
O 16.207 16.583 23.882 0.075 0.131 0.148
O 20.556 25.944 26.326 -0.437 0.181 0.351
O 8.707 12.763 24.221 0.041 -0.115 -0.524
O 9.023 21.429 28.529 -0.594 0.11 0.106
O 15.911 26.902 32.153 0.082 0.59 0.219
O 4.182 33.436 25.851 0.454 0.085 -0.344
O 13.886 24.438 20.735 0.024 -0.101 0.475
O 10.418 33.338 30.395 -0.042 0.668 0.045
O 4.819 30.73 25.529 0.572 -0.146 0.275
O 10.75 29.675 27.109 -0.145 -0.579 0.142
O 11.533 49.311 23.895 -0.331 -0.145 0.238
O 27.115 40.999 23.494 -0.043 -0.021 0.456
O 14.14 29.806 30.586 0.667 0.384 -0.124
O 9.091 50.387 28.668 -0.507 -0.05 -0.15
O 14.358 61.642 31.595 0.256 -0.107 0.435
O 23.919 53.557 26.375 0.285 0.108 -0.113
O 20.794 59.398 30.361 -0.238 0.048 -0.005
O 12.482 52.722 31.727 0.183 0.019 0.244
O 22.096 64.871 28.644 0.302 0.244 0.046
O 13.655 57.132 21 -0.002 0.007 0.465
O 15.981 50.013 21.615 -0.168 0.104 0.315
O 15.272 51.199 27.174 -0.108 0.438 0.197
O 14.013 51.581 20.746 -0.336 0.087 -0.366
O 3.393 -0.672 27.536 -0.497 0.389 -0.055
O 1.107 6.054 23.526 -0.021 0.151 -0.079
O -13.744 8.889 27.44 -0.016 -0.256 -0.022
O 7.193 10.149 27.716 0.087 0.169 0.411
O 2.684 -2.492 21.033 0.203 -0.152 0.4
O 8.453 1.203 26.326 -0.165 0.378 0.07
O -0.088 16.54 20.632 0.009 -0.025 -0.152
O 7.167 27.506 23.007 -0.189 0.104 -0.222
O -5.376 11.461 23.992 0.388 0.057 0.199
O 0.494 26.847 27.502 0.488 -0.214 -0.323
O 8.243 18.507 30.511 -0.091 -0.39 -0.414
O -6.255 18.954 28.767 0.596 -0.134 0.121
O -3.386 29.406 25.742 0.143 -0.236 0.077
O -0.756 28.106 21.368 0.079 0.099 0.232
O 7.545 27.527 29.258 0.085 0.205 -0.42
O -1.03 28.762 28.413 0.194 -0.051 0.262
O -0.26 40.819 28.561 -0.479 -0.097 -0.013
O 10.369 36.106 26.374 -0.311 0.04 -0.172
O 7.312 36.512 28.026 -0.144 0.018 -0.488
O 12.305 36.706 28.08 0.075 -0.088 -0.098
O 0.993 55.702 25.92 -0.175 0.13 0.318
O -1.498 36.08 26.012 -0.572 -0.317 -0.098
O 9.837 58.719 23.057 0.29 0.216 0.614
O -3.517 51.021 27.539 -0.117 0.114 0.69
O 0.441 54.451 23.791 0.305 0.389 -0.185
O 6.572 53.202 31.565 0.009 0.063 -0.507
O 6.126 69.145 29.547 -0.387 -0.237 -0.286
O -11.864 -4.374 21.778 -0.106 0.349 0.322
O 5.444 11.01 20.794 0.003 -0.282 0.062
O 8.397 -2.597 30.618 0.204 0.579 -0.232
O 15.085 13.192 28.611 0.014 0.021 -0.078
O -1.735 6.956 24.925 -0.157 0.166 -0.376
O 2.484 7.583 25.158 0.545 0.067 0.115
O 6.884 14.926 28.184 0.08 0.045 -0.378
O -1.746 6.494 27.516 0.341 0.041 0.425
O 12.322 22.982 23.153 0.199 0.288 0.21
O 9.436 9.841 22.794 -0.346 -0.237 0.474
O 0.582 13.84 30.595 -0.124 0.567 -0.327
O 13.379 10.415 28.564 -0.144 0.166 -0.017
O 6.714 19.442 24.808 0.094 0.144 -0.045
O 4.827 22.305 30.184 0.049 -0.129 -0.268
O 5.267 27.107 20.721 -0.069 0.134 0.277
O 0.171 37.7 20.674 -0.104 -0.447 0.335
O -4.016 20.227 31.259 0.095 -0.193 -0.151
O 11.393 29.197 23.617 -0.049 0.08 -0.32
O 3.899 34.15 21.382 -0.16 -0.566 0.44
O 23.668 43.775 20.966 0.315 -0.022 0.239
O 10.88 41.138 26.89 -0.317 -0.117 -0.273
O 9.185 39.731 31.454 -0.193 -0.217 -0.273
O -0.438 39.781 21.994 -0.636 -0.265 0.493
O 8.049 35.508 30.377 0.201 -0.212 -0.001
O -0.402 48.633 23.836 -0.186 0.43 0.483
O 9.995 47.31 23.091 -0.631 0.121 -0.094
O 10.424 49.353 21.444 0.211 0.146 0.013
O -12.698 53.178 26.595 -0.208 0.173 -0.251
O 19.99 45.5 31.147 -0.237 -0.072 -0.319
O 4.58 58.971 25.418 -0.041 -0.379 -0.142
O 15.855 -5.375 30.518 0.398 -0.268 -0.649
O 15.085 4.791 23.576 -0.003 -0.578 0.153
O 3.511 3.063 26.816 0.009 -0.166 0.329
O -0.715 11.732 24.758 0.239 0.053 -0.701
O 4.178 15.668 28.414 0.011 0.294 0.182
O 12.498 -0.28 28.767 0.626 -0.149 0.05
O 2.467 21.97 29.018 -0.011 0.049 -0.592
O -5.871 24.563 24.011 0.206 -0.349 0.417
O 6.41 37.132 31.53 0.116 -0.098 -0.154
O 13.11 27.686 29.45 0.053 -0.062 -0.204
O 12.268 24.718 26.583 0.164 -0.266 0.039
O -4.56 33.65 28.16 0.288 0.099 0.334
O 3.246 35.076 27.815 -0.458 -0.085 0.143
O 17.559 47.947 21.843 0.285 -0.339 0.218
O 18.039 41.051 30.322 0.478 0.391 -0.509
O 12.964 46.92 30.506 0.526 -0.156 -0.461
O 19.591 61.419 31.525 -0.075 -0.177 -0.052
O 14.208 33.23 26.724 -0.026 0.19 0.037
O 19.132 46.086 20.899 0.071 0.144 0.358
O 11.942 51.619 25.105 -0.442 0.316 -0.356
O 5.365 54.406 20.916 -0.023 0.054 0.517
O 25.502 57.134 26.297 0.625 0.064 -0.229
O -10.026 15.403 21.346 0.082 0.187 0.094
O 6.123 68.893 20.511 0.059 -0.31 0.13
Si 0.006 2.759 8.192 -0.011 -0.004 0.004
Si 2.695 0.053 8.21 0.007 -0.004 0.001
Si 0.006 8.148 8.092 -0.015 -0.015 0.005
Si 2.732 5.459 8.153 -0.001 0.002 0.004
Si 0.057 13.596 8.04 -0.003 0.014 -0.006
Si 2.765 10.879 8.039 -0.009 -0.004 -0.011
Si 0.042 19.03 8.034 -0.006 -0.015 -0.001
Si 2.783 16.32 8.05 0.012 0.012 0.011
Si 0.044 24.467 7.994 0.001 -0.002 -0.008
Si 2.788 21.737 7.987 0.013 0.007 -0.012
Si -0.004 29.917 8.047 0.002 -0.008 0.007
Si 2.754 27.166 7.999 0.002 0 -0.014
Si -0.012 35.393 8.115 0.004 -0.006 -0.001
Si 2.745 32.656 8.09 0.003 -0.006 -0.009
Si -0.045 40.854 8.197 0.01 -0.002 -0.002
Si 2.705 38.119 8.154 0.009 0.003 -0.007
Si -0.076 46.287 8.308 0.016 -0.011 -0.002
Si 2.661 43.583 8.251 0.011 0.003 0
Si -0.039 51.72 8.361 -0.005 -0.015 0.003
Si 2.688 49.019 8.364 -0.014 0.012 0.006
Si -0.019 57.175 8.367 0.008 0.002 -0.006
Si 2.685 54.437 8.385 -0.014 0 0
Si -0.001 62.642 8.286 -0.001 0.025 -0.008
Si 2.705 59.906 8.33 -0.01 0.005 0.001
Si 5.43 2.759 8.168 -0.004 -0.009 0.008
Si 8.148 0.062 8.228 0.003 0.016 0.001
Si 5.477 8.185 8.076 0.009 0.023 0.003
Si 8.17 5.48 8.098 0.002 -0.005 -0.001
Si 5.481 13.586 8.037 -0.029 0.001 -0.012
Si 8.207 10.884 8.063 0.008 0.006 0.002
Si 5.491 19.029 8.002 -0.001 0.004 0.01
Si 8.172 16.315 8.027 -0.013 0.006 -0.003
Si 5.509 24.415 8.011 0 -0.013 0
Si 8.211 21.735 7.983 -0.018 0 0.006
Si 5.481 29.893 8.04 0 0.006 -0.005
Si 8.237 27.172 8.012 0.011 0.032 0.002
Si 5.458 35.367 8.128 -0.006 0.007 -0.008
Si 8.192 32.608 8.07 -0.011 -0.024 -0.005
Si 5.399 40.831 8.219 -0.004 -0.005 -0.005
Si 8.17 38.087 8.18 0.012 0.014 -0.003
Si 5.396 46.296 8.292 -0.005 -0.009 0.006
Si 8.14 43.564 8.252 -0.007 0.005 -0.011
Si 5.415 51.719 8.355 0 0.011 -0.001
Si 8.116 48.996 8.304 0.002 0 -0.006
Si 5.418 57.19 8.38 -0.001 0.005 0.004
Si 8.117 54.461 8.373 -0.016 -0.016 -0.002
Si 5.417 62.653 8.294 -0.013 -0.011 -0.003
Si 8.142 59.913 8.366 -0.014 0.005 0.007
Si 10.885 2.78 8.17 -0.009 -0.002 -0.005
Si 13.596 0.062 8.27 -0.006 -0.024 0.001
Si 10.912 8.172 8.086 -0.004 0.006 -0.003
Si 13.651 5.463 8.114 0.012 0.019 0.001
Si 10.895 13.587 8.042 0.001 -0.015 0.002
Si 13.643 10.861 8.09 0 0.004 0.014
Si 10.928 19.033 8.008 0.006 0.012 -0.004
Si 13.639 16.307 8.03 -0.015 -0.011 0.008
Si 10.917 24.467 7.991 -0.006 0.003 0.003
Si 13.654 21.767 8.016 0.021 -0.005 -0.001
Si 10.933 29.892 8.001 0.003 0.024 0
Si 13.624 27.19 8.013 0.001 -0.02 0.004
Si 10.891 35.349 8.11 -0.001 0.003 -0.008
Si 13.605 32.633 8.056 -0.004 0.009 0.006
Si 10.873 40.83 8.216 -0.002 -0.026 0.001
Si 13.603 38.114 8.159 0.011 0.008 0
Si 10.837 46.281 8.279 0.018 0.029 -0.004
Si 13.551 43.549 8.246 -0.026 -0.035 0.001
Si 10.861 51.72 8.331 0.008 0.009 -0.005
Si 13.57 48.992 8.327 0.008 0.014 0.013
Si 10.849 57.191 8.368 0.013 -0.004 -0.004
Si 13.584 54.458 8.365 0.011 0.006 0.001
Si 10.863 62.664 8.33 0.009 -0.012 0.005
Si 13.572 59.93 8.35 0.005 -0.009 0
Si 1.374 4.121 9.546 0.009 -0.006 0.002
Si 4.076 1.41 9.557 -0.004 -0.003 -0.009
Si 1.391 9.537 9.426 0.007 0.003 -0.001
Si 4.113 6.844 9.47 0.005 0.009 -0.005
Si 1.405 14.964 9.408 0.007 -0.008 -0.005
Si 4.112 12.247 9.421 0.011 -0.001 0.006
Si 1.417 20.395 9.374 0.005 0.004 -0.006
Si 4.136 17.687 9.399 -0.012 -0.002 -0.001
Si 1.395 25.815 9.374 -0.004 -0.002 0.002
Si 4.144 23.071 9.376 0.017 -0.007 0.002
Si 1.364 31.268 9.41 -0.004 0.001 0.002
Si 4.104 28.523 9.377 -0.004 0.007 0.009
Si 1.344 36.738 9.487 -0.006 0.008 0
Si 4.095 33.996 9.47 0.005 -0.003 0.006
Si 1.309 42.193 9.58 -0.014 -0.011 -0.002
Si 4.043 39.459 9.55 -0.016 0.002 0.005
Si 1.307 47.635 9.672 0.006 0.007 0.002
Si 4.043 44.917 9.617 -0.006 0.005 -0.004
Si 1.317 53.08 9.73 0.008 -0.01 -0.002
Si 4.049 50.376 9.722 -0.007 0.007 0.005
Si 1.343 58.553 9.698 -0.007 -0.007 0.002
Si 4.049 55.825 9.716 0.01 0.007 -0.003
Si 1.357 64.025 9.611 -0.007 -0.006 -0.003
Si 4.064 61.296 9.665 0.013 0.005 0.002
Si 6.812 4.134 9.494 -0.003 0.007 -0.011
Si 9.525 1.428 9.566 0.01 -0.005 0.002
Si 6.834 9.543 9.445 0.003 -0.012 0.003
Si 9.541 6.83 9.464 0.008 -0.005 -0.007
Si 6.832 14.954 9.417 0.016 -0.011 0.012
Si 9.556 12.244 9.441 -0.005 0.006 0.003
Si 6.862 20.38 9.368 0.005 -0.002 0.003
Si 9.56 17.673 9.383 -0.004 0.003 0.002
Si 6.856 25.804 9.357 -0.018 -0.007 -0.002
Si 9.563 23.102 9.355 0.005 0 -0.006
Si 6.826 31.249 9.419 0.005 0.005 0.005
Si 9.578 28.535 9.38 0.009 -0.022 0.002
Si 6.801 36.718 9.515 0.002 0.001 0.009
Si 9.535 33.969 9.448 -0.002 -0.004 -0.003
Si 6.777 42.188 9.577 -0.002 -0.004 -0.001
Si 9.516 39.453 9.548 -0.002 0.002 0.013
Si 6.77 47.637 9.663 -0.015 0.017 -0.002
Si 9.491 44.913 9.633 0.003 -0.011 -0.009
Si 6.773 53.082 9.717 0.012 -0.008 0.003
Si 9.493 50.348 9.667 -0.008 -0.009 -0.007
Si 6.782 58.558 9.721 0.017 -0.003 0.005
Si 9.49 55.825 9.72 -0.009 0.002 0.001
Si 6.795 64.031 9.622 0.003 -0.016 -0.002
Si 9.501 61.3 9.692 -0.006 0.007 -0.002
Si 12.267 4.133 9.513 0.012 -0.012 0.002
Si 14.974 1.428 9.59 -0.008 0.001 0.006
Si 12.268 9.531 9.465 -0.002 0.011 0.006
Si 14.986 6.826 9.503 -0.013 0.006 0.006
Si 12.27 14.953 9.399 -0.003 0.006 -0.006
Si 15.012 12.255 9.417 0.009 -0.003 -0.007
Si 12.297 20.387 9.375 0.002 0.011 -0.001
Si 15.002 17.671 9.391 0.015 0.006 -0.001
Si 12.275 25.814 9.372 0.001 0.007 0.011
Si 15.021 23.11 9.38 -0.013 0 0.012
Si 12.253 31.255 9.4 0.012 -0.001 0.004
Si 14.972 28.547 9.393 -0.01 0.033 0.01
Si 12.237 36.721 9.48 -0.01 0.006 0.003
Si 14.958 33.992 9.43 0.002 0 -0.008
Si 12.212 42.181 9.603 0.008 -0.016 0.013
Si 14.941 39.467 9.537 0.003 -0.016 0.005
Si 12.199 47.622 9.66 -0.015 -0.006 -0.001
Si 14.904 44.899 9.639 -0.014 0.018 0.003
Si 12.213 53.086 9.696 0.008 -0.006 -0.005
Si 14.926 50.352 9.694 0.009 0.003 0.007
Si 12.219 58.557 9.71 -0.017 0.006 -0.003
Si 14.944 55.822 9.723 0.002 0.003 0.002
Si 12.241 64.034 9.646 0.015 0.007 0.003
Si 14.955 61.301 9.662 -0.001 -0.007 -0.002
Si -0.002 0.063 10.955 -0.01 -0.008 0.002
Si 2.732 2.775 10.925 0.002 -0.008 0.008
Si 0.011 5.488 10.899 -0.002 -0.002 0.01
Si 2.753 8.208 10.828 0.014 -0.011 -0.004
Si 0.034 10.913 10.796 -0.012 0.01 -0.004
Si 2.751 13.612 10.788 -0.011 0 -0.003
Si 0.032 16.323 10.764 -0.004 -0.008 -0.005
Si 2.761 19.036 10.757 0.008 -0.004 -0.001
Si 0.049 21.738 10.747 0.01 -0.008 -0.002
Si 2.77 24.44 10.72 0.005 -0.018 -0.009
Si 0.015 27.174 10.73 -0.002 -0.006 -0.007
Si 2.73 29.881 10.744 -0.006 0.006 0.001
Si -0.021 32.611 10.772 0.004 0.016 -0.005
Si 2.708 35.351 10.816 0.001 0.006 -0.003
Si -0.023 38.084 10.856 0.008 0.022 -0.005
Si 2.683 40.818 10.911 0.005 -0.009 0.008
Si -0.05 43.519 10.969 0.023 -0.003 0.003
Si 2.697 46.265 10.988 0.005 -0.012 -0.008
Si -0.051 48.987 11.045 0 0.012 0.009
Si 2.681 51.727 11.083 -0.002 0.007 0.003
Si -0.033 54.459 11.081 -0.001 -0.006 -0.001
Si 2.703 57.204 11.066 -0.002 -0.001 0.002
Si -0.033 59.927 11.023 0.001 0.013 -0.008
Si 2.699 62.671 11 -0.004 0.007 0
Si 5.419 0.07 10.958 -0.008 0.009 0.001
Si 8.154 2.797 10.904 -0.004 0 -0.011
Si 5.463 5.494 10.858 0.012 -0.007 -0.006
Si 8.182 8.188 10.831 0.001 0.014 0.002
Si 5.476 10.908 10.812 0 -0.003 -0.001
Si 8.201 13.611 10.803 0.007 -0.008 0.002
Si 5.478 16.328 10.781 -0.018 0.012 0.002
Si 8.21 19.031 10.76 -0.006 0.021 0.006
Si 5.503 21.726 10.748 -0.021 -0.002 0.007
Si 8.211 24.455 10.734 -0.003 0 -0.003
Si 5.473 27.149 10.72 0.012 -0.001 -0.009
Si 8.197 29.878 10.752 -0.012 0.009 0.001
Si 5.466 32.609 10.794 -0.003 -0.013 -0.004
Si 8.176 35.322 10.825 0.005 -0.014 -0.007
Si 5.427 38.088 10.871 -0.002 0.003 0.008
Si 8.163 40.83 10.908 -0.001 -0.011 -0.01
Si 5.427 43.551 10.948 -0.003 0.007 -0.008
Si 8.146 46.273 11.006 -0.006 0.01 -0.002
Si 5.436 49.001 11.039 0.011 0.001 -0.002
Si 8.164 51.72 11.043 0.002 0.001 -0.001
Si 5.411 54.46 11.06 -0.02 0.001 -0.008
Si 8.137 57.194 11.072 -0.011 0 0.005
Si 5.422 59.949 11.043 -0.007 -0.001 -0.003
Si 8.137 62.677 11.023 0.016 -0.016 0.004
Si 10.863 0.072 10.971 0 -0.018 -0.003
Si 13.598 2.785 10.93 -0.005 -0.007 0.004
Si 10.89 5.494 10.862 -0.004 0.01 -0.004
Si 13.616 8.189 10.858 -0.006 0.004 0.005
Si 10.918 10.903 10.826 0.006 0.002 0.003
Si 13.642 13.615 10.78 -0.005 -0.003 0.001
Si 10.919 16.318 10.77 0.01 -0.009 -0.002
Si 13.65 19.029 10.763 -0.002 -0.009 0.007
Si 10.928 21.749 10.725 -0.005 0.008 0
Si 13.64 24.456 10.738 0.01 0.003 0.001
Si 10.92 27.172 10.747 0.007 0.013 0
Si 13.607 29.897 10.763 0 -0.001 0.003
Si 10.893 32.597 10.788 -0.011 -0.003 0
Si 13.598 35.336 10.812 0.012 -0.004 -0.011
Si 10.884 38.068 10.868 0 -0.001 -0.006
Si 13.578 40.797 10.924 -0.005 0.009 0.002
Si 10.861 43.549 10.975 -0.002 0.006 -0.002
Si 13.553 46.252 11.017 -0.005 0 0.002
Si 10.848 48.981 11.027 0.017 0.005 -0.006
Si 13.57 51.724 11.047 -0.01 0.003 -0.003
Si 10.865 54.454 11.06 0.006 -0.008 -0.005
Si 13.581 57.192 11.071 0.016 -0.004 0
Si 10.854 59.926 11.048 0.005 0 -0.003
Si 13.596 62.67 11.008 -0.008 0.005 -0.001
Si 1.374 1.42 12.3 0.014 0 -0.015
Si 4.115 4.152 12.253 0.011 0.004 -0.013
Si 1.403 6.865 12.223 0.005 0.017 -0.001
Si 4.113 9.568 12.202 0.005 0.008 0.003
Si 1.383 12.277 12.177 -0.001 -0.007 0.005
Si 4.091 14.991 12.15 0.005 -0.005 0.005
Si 1.379 17.693 12.127 0.006 0.006 -0.007
Si 4.144 20.372 12.115 -0.009 -0.006 -0.001
Si 1.421 23.091 12.101 0.011 0.015 0
Si 4.12 25.792 12.096 0.004 -0.004 0
Si 1.363 28.523 12.109 -0.009 0.007 0.007
Si 4.091 31.23 12.112 0.007 0.012 0.014
Si 1.323 33.972 12.132 -0.016 -0.024 0.001
Si 4.057 36.702 12.193 -0.01 0.002 0.005
Si 1.312 39.439 12.235 -0.012 -0.005 -0.008
Si 4.059 42.173 12.265 -0.001 -0.004 -0.004
Si 1.344 44.874 12.304 0.012 0.029 -0.006
Si 4.074 47.61 12.354 -0.019 0.009 -0.003
Si 1.307 50.347 12.41 0.001 -0.002 0.009
Si 4.047 53.111 12.417 0.005 0.001 -0.003
Si 1.345 55.836 12.416 0.001 0.009 0.006
Si 4.063 58.592 12.402 0.019 0.018 0.001
Si 1.332 61.299 12.354 -0.015 -0.01 -0.005
Si 4.059 64.047 12.343 0.01 -0.02 0.004
Si 6.789 1.454 12.29 -0.001 -0.005 -0.003
Si 9.52 4.161 12.256 0.016 0.006 -0.01
Si 6.825 6.842 12.225 -0.003 -0.01 -0.005
Si 9.55 9.543 12.188 0.005 -0.001 -0.004
Si 6.842 12.262 12.184 0.012 0.018 0.007
Si 9.569 14.972 12.17 -0.007 -0.005 0.002
Si 6.847 17.684 12.147 0.007 -0.018 0.003
Si 9.586 20.398 12.109 0.018 0.009 0
Si 6.86 23.098 12.104 0.009 -0.004 0.005
Si 9.564 25.811 12.109 0.003 0.006 0.005
Si 6.833 28.497 12.085 -0.016 -0.014 -0.003
Si 9.529 31.237 12.141 0.014 -0.001 0.007
Si 6.818 33.96 12.178 0.013 0.016 -0.005
Si 9.537 36.671 12.192 -0.002 0.007 0.002
Si 6.797 39.459 12.222 0.007 0.026 0.004
Si 9.507 42.179 12.313 -0.003 0.005 -0.002
Si 6.791 44.896 12.338 -0.004 -0.008 -0.008
Si 9.512 47.608 12.396 -0.002 0.006 0.011
Si 6.817 50.353 12.395 -0.002 0.005 -0.001
Si 9.518 53.079 12.414 -0.002 -0.002 0.001
Si 6.772 55.829 12.413 0.006 -0.01 0
Si 9.496 58.564 12.419 -0.002 0 -0.002
Si 6.783 61.312 12.398 -0.001 0.018 0.001
Si 9.511 64.045 12.36 -0.006 0.014 0.004
Si 12.229 1.434 12.315 0.006 -0.001 0.007
Si 14.974 4.136 12.281 -0.014 0.001 0.004
Si 12.244 6.843 12.236 -0.014 -0.004 0.003
Si 14.991 9.584 12.178 0.002 0.003 -0.005
Si 12.288 12.278 12.179 0.004 -0.007 0.005
Si 15.001 14.982 12.146 0.009 0.015 -0.007
Si 12.293 17.668 12.139 -0.01 0 -0.002
Si 15.025 20.378 12.13 0.011 0.004 0.004
Si 12.282 23.092 12.109 -0.008 -0.008 0.005
Si 14.985 25.825 12.097 -0.004 -0.004 0.011
Si 12.252 28.538 12.123 0.011 0.022 -0.002
Si 14.95 31.252 12.139 -0.005 0.009 0
Si 12.251 33.95 12.159 0.005 0.004 -0.002
Si 14.938 36.705 12.181 0.014 0.006 -0.013
Si 12.218 39.423 12.263 0 -0.022 -0.002
Si 14.913 42.144 12.313 -0.01 -0.038 0.014
Si 12.201 44.888 12.382 -0.012 -0.01 0.004
Si 14.908 47.614 12.381 -0.003 -0.013 0.003
Si 12.206 50.349 12.38 -0.004 -0.002 -0.002
Si 14.912 53.097 12.415 0.008 -0.009 0.005
Si 12.219 55.819 12.425 0.002 -0.006 -0.002
Si 14.948 58.574 12.405 -0.001 0.004 -0.004
Si 12.227 61.304 12.365 0.011 -0.017 -0.002
Si 14.971 64.042 12.333 0.02 0.007 0.001

Results
total energy: -383156.365 eV
total energy less fixed offsets of O -438.25, Si -107.07 eV per atom: 10.275 eV
